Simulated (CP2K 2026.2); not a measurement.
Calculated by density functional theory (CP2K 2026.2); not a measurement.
Periodic cell of 2016 atoms, Si1440O576, from a study of silicon, its oxide and their interface. The atomic structure is a simulated model.
Doubt: the forces sum to 4.75 eV/angstrom along one axis rather than to zero, so they err by at least 0.0024 eV/angstrom per atom on average; the grid cutoff is modest.

Settings
functional: PBE
method: Gaussian and plane waves
basis set: DZVP-MOLOPT-SR-GTH
pseudopotentials: GTH-PBE
grid cutoff: 350 Ry, relative cutoff 50 Ry
k points: Gamma only
occupations: fixed
spin: none
net charge: 0

Cell vectors (angstrom)
a 65.28 0 0
b 0 16.32 0
c 2.0616 6.9325 33.5484

Atoms and the computed forces on them: element, x, y, z (angstrom), force x, y, z (eV/angstrom)
Si 1.62 14.659 0.089 -0.173 0.159 0.749
Si 4.252 1.132 0.308 -0.213 0.062 0.726
Si 1.019 4.212 0.436 0.1 -0.069 0.704
Si 4.114 6.294 0.067 -0.082 0.287 0.714
Si 1.086 9.749 0.253 0.126 -0.144 0.707
Si 3.864 12.449 0.104 0.088 -0.219 0.777
Si 6.389 15.129 0.235 0.286 -0.09 0.688
Si 9.631 0.995 0.114 -0.093 0.229 0.757
Si 6.333 4.129 0.304 0.246 0.039 0.659
Si 11.147 14.011 33.532 0.075 -0.168 0.77
Si 8.816 16.124 33.478 -0.094 0.227 0.74
Si 58.952 11.803 0.227 -0.007 0.071 0.678
Si 60.958 15.417 0.364 0.022 -0.281 0.71
Si 63.536 1.714 0.176 0.159 -0.156 0.771
Si 61.394 4.009 0.143 -0.24 0.13 0.731
Si 64.158 6.442 0.403 -0.005 0.196 0.758
Si 63.319 16.569 33.543 0.103 -0.245 0.618
Si 64.063 11.884 0.209 -0.059 0.303 0.676
Si 2.64 16.256 1.493 -0.005 -0.018 -0.063
Si 5.278 2.668 1.725 0.015 0 -0.029
Si 2.663 5.337 1.618 0.004 0.002 -0.05
Si 5.258 8.017 1.303 0.004 -0.023 -0.057
Si 2.701 10.897 1.454 0.01 0.024 -0.064
Si 5.308 13.573 1.556 -0.024 -0.005 -0.057
Si 8.074 16.223 1.468 -0.016 0.006 -0.024
Si 59.852 2.824 1.483 0.015 -0.011 -0.052
Si 8.012 5.427 1.333 0.01 -0.015 -0.04
Si 60.011 8.135 1.392 -0.008 0.011 -0.044
Si 7.975 10.824 1.247 -0.007 -0.027 -0.051
Si 59.953 13.565 1.436 0.012 0.018 -0.047
Si 62.532 16.491 1.637 0.025 0.019 -0.063
Si 65.115 2.668 1.639 -0.044 -0.035 -0.055
Si 62.567 5.358 1.66 -0.02 -0.015 -0.054
Si 65.279 8.134 1.562 0.005 -0.003 -0.048
Si 62.587 10.771 1.578 -0.012 -0.008 -0.052
Si 65.22 13.598 1.354 0.01 -0.017 -0.059
Si 1.286 1.294 2.855 0.031 0.013 0.015
Si 3.949 4.017 3.035 -0.011 0.011 0.028
Si 1.372 6.801 2.916 -0.012 -0.004 0.03
Si 4.031 9.456 2.743 0.021 0.005 -0.001
Si 1.303 12.259 2.805 -0.004 0.03 0.023
Si 3.992 14.951 2.914 -0.015 0.013 0.03
Si 6.788 1.316 2.877 0.01 -0.015 0.018
Si 9.407 4.084 2.699 0 -0.002 0.017
Si 6.666 6.754 2.755 -0.005 0.04 0.015
Si 9.335 9.544 2.742 -0.018 0.017 0.036
Si 6.739 12.178 2.751 0.032 -0.009 0.005
Si 58.515 14.919 2.775 -0.001 0.011 0.01
Si 61.161 1.494 2.958 -0.015 0.027 0.033
Si 63.864 4.025 3.049 0.013 0.012 0.045
Si 61.223 6.796 2.882 -0.007 0.028 0
Si 63.912 9.436 2.943 0.007 -0.002 0.026
Si 61.272 12.245 2.861 0.013 -0.016 0.021
Si 63.926 14.981 2.791 0.009 -0.039 -0.004
Si 65.253 16.273 4.234 -0.026 0.018 -0.003
Si 2.599 2.636 4.295 -0.022 -0.006 0.015
Si 65.276 5.44 4.275 -0.01 -0.01 -0.035
Si 2.722 8.172 4.226 -0.004 -0.011 -0.008
Si 65.275 10.877 4.206 0.019 0.003 -0.022
Si 2.645 13.575 4.232 -0.016 0.002 -0.012
Si 5.404 16.294 4.227 -0.011 -0.009 -0.012
Si 8.129 2.732 4.164 0.006 -0.009 -0.004
Si 5.386 5.428 4.228 0.019 -0.001 -0.018
Si 8.033 8.144 4.118 0.005 -0.014 -0.03
Si 5.393 10.819 4.121 -0.011 -0.007 -0.003
Si 8.065 13.524 4.179 -0.009 0.006 0.012
Si 59.825 16.315 4.18 0.013 -0.003 -0.037
Si 62.509 2.729 4.391 -0.006 -0.014 0.016
Si 59.846 5.461 4.234 0.016 -0.012 -0.016
Si 62.552 8.119 4.288 0 0.009 0.001
Si 59.92 10.883 4.233 -0.002 0.008 -0.01
Si 62.609 13.613 4.195 0.001 0.001 0.013
Si 1.355 15.013 16.362 0.009 0.009 -0.014
Si 4.08 17.714 16.41 0.001 0.002 -0.006
Si 1.36 4.116 16.37 -0.007 0.008 -0.006
Si 4.053 6.783 16.399 -0.009 -0.005 -0.012
Si 1.335 9.527 16.359 0.003 0.016 -0.004
Si 4.085 12.258 16.383 -0.001 0.003 -0.011
Si 6.796 14.978 16.435 0.011 0.004 0.002
Si 58.417 17.679 16.409 0.01 -0.017 0
Si 6.793 4.087 16.471 -0.007 0.006 0.001
Si 58.388 6.779 16.357 -0.02 -0.005 -0.014
Si 6.808 9.52 16.441 -0.002 0.009 -0.003
Si 58.412 12.236 16.398 0 -0.02 0.003
Si 61.154 15.013 16.354 0.006 -0.011 -0.011
Si 63.88 17.698 16.394 0.008 -0.012 0.006
Si 61.145 4.062 16.4 -0.01 0 -0.002
Si 63.861 6.803 16.352 -0.007 -0.016 -0.01
Si 61.126 9.508 16.345 0.01 -0.019 0.006
Si 63.909 12.267 16.292 0.004 -0.002 -0.019
Si 2.727 16.343 17.742 -0.025 -0.007 0.02
Si 5.389 19.079 17.818 -0.013 0.006 0.001
Si 2.698 5.443 17.79 0 0.005 0
Si 5.404 8.144 17.734 -0.002 -0.008 0.011
Si 2.663 10.937 17.691 -0.008 -0.01 0.009
Si 5.43 13.605 17.771 -0.021 -0.008 0.001
Si 8.146 16.32 17.831 0.006 -0.018 0.021
Si 59.775 19.027 17.772 0.012 0.01 -0.002
Si 8.131 5.435 17.877 0.009 0.011 0.025
Si 59.715 8.155 17.682 0 -0.002 -0.019
Si 8.159 10.884 17.828 0.002 -0.002 -0.001
Si 59.786 13.65 17.672 0.001 0.011 0.004
Si 62.497 16.349 17.756 0.005 0.005 0
Si 65.266 19.09 17.686 0.01 0.012 0.009
Si 62.476 5.477 17.718 0.009 0.005 0.015
Si 65.277 8.114 17.681 0.006 -0.007 -0.009
Si 62.57 10.868 17.588 -0.002 0.015 -0.003
Si 65.21 13.678 17.646 -0.012 0.002 -0.013
Si 1.359 17.749 19.035 0.016 0.017 -0.039
Si 4.02 4.109 19.218 0.022 -0.022 -0.001
Si 1.321 6.797 19.13 -0.023 0.011 -0.011
Si 4.004 9.534 18.997 -0.011 0.001 -0.04
Si 1.281 12.361 18.981 0.036 0.001 -0.044
Si 4.053 14.951 19.12 -0.014 -0.007 -0.029
Si 6.744 17.704 19.147 0.018 -0.008 -0.022
Si 58.433 4.058 19.158 -0.001 0.009 -0.027
Si 6.682 6.797 19.186 -0.015 -0.013 -0.03
Si 58.404 9.473 19.114 -0.031 -0.032 0.004
Si 6.783 12.263 19.158 0.003 0.017 -0.002
Si 9.496 14.927 19.198 0.005 -0.018 -0.031
Si 61.118 17.664 19.145 -0.02 -0.003 -0.005
Si 63.915 4.156 19.013 0.024 0.006 -0.035
Si 61.01 6.788 19.044 -0.012 -0.041 -0.023
Si 63.897 9.487 18.937 -0.016 0.014 -0.017
Si 61.25 12.286 18.864 0.012 0.037 -0.027
Si 63.88 14.988 19.078 0.004 -0.012 -0.018
Si 65.236 16.427 20.341 0.004 -0.011 0.063
Si 2.664 19.034 20.539 -0.007 -0.009 0.065
Si 65.248 5.441 20.501 -0.008 -0.007 0.061
Si 2.662 8.227 20.415 0.002 0 0.071
Si 65.232 10.917 20.213 0.015 0 0.04
Si 2.562 13.689 20.449 -0.019 0.019 0.044
Si 5.425 16.29 20.485 0.003 -0.006 0.04
Si 8.077 19.028 20.564 0.007 0.019 0.034
Si 5.311 5.47 20.648 0.012 0.02 0.052
Si 8.018 8.2 20.527 -0.013 0.014 0.055
Si 5.309 10.906 20.358 -0.016 0.002 0.055
Si 8.125 13.564 20.603 0.011 0.007 0.047
Si 59.808 16.269 20.559 -0.005 -0.021 0.076
Si 62.516 19.141 20.311 -0.004 0.028 0.051
Si 59.747 5.439 20.565 0.017 0.012 0.045
Si 62.453 8.162 20.225 0.01 0.004 0.021
Si 59.928 10.905 20.144 0.011 0.008 0.002
Si 62.545 13.548 20.367 0.019 -0.006 0.08
Si 1.495 15.386 21.735 -0.052 -0.229 -0.732
Si 3.875 17.433 21.802 0.079 0.237 -0.732
Si 66.3 20.115 21.852 0.169 0.138 -0.754
Si 4.155 7.169 21.871 -0.18 -0.284 -0.748
Si 1.513 9.9 21.577 -0.071 -0.217 -0.78
Si 3.725 12.067 21.63 0.105 0.129 -0.743
Si 6.962 15.174 21.885 -0.119 -0.196 -0.739
Si 58.124 17.43 21.744 0.138 0.04 -0.722
Si 6.9 20.575 21.919 -0.25 -0.145 -0.724
Si 58.139 6.482 21.969 0.164 0.265 -0.726
Si 6.379 9.388 21.761 0.201 0.088 -0.745
Si 9.747 12.393 21.867 -0.227 -0.167 -0.697
Si 60.955 14.544 21.746 0.071 0.269 -0.707
Si 64.028 17.978 21.601 -0.018 -0.085 -0.712
Si 61.485 20.68 21.733 -0.204 -0.082 -0.718
Si 63.568 6.671 21.573 0.251 -0.02 -0.686
Si 61.436 9.797 21.519 -0.035 -0.154 -0.667
Si 63.712 11.94 21.623 0.025 0.17 -0.63
Si 59.175 17.661 24.504 0.111 0.074 -0.03
Si 62.006 14.428 29.117 0.061 -0.041 0.108
Si 2.836 20.003 29.572 -0.094 -0.081 0.011
Si 3.409 10.456 31.095 0.005 -0.087 0.127
Si 3.496 6.4 30.73 0.095 -0.063 0.216
Si 2.39 7.052 24.52 0.107 0.121 -0.014
Si 61.417 19.678 24.686 0.02 0.002 -0.091
Si 8.46 16.68 26.856 0.153 -0.046 0.033
Si 7.614 20.68 28.324 0.055 0.01 0.027
Si 63.297 17.4 24.448 0.045 0.059 -0.138
Si 3.042 15.714 31.012 -0.056 -0.152 0.223
Si 61.536 6.268 26.043 -0.081 -0.006 -0.115
Si 6.194 12.36 28.228 -0.065 -0.07 -0.012
Si 7.683 7.327 27.126 -0.015 0.033 0.057
Si 2.383 20.554 24.678 -0.068 -0.081 -0.031
Si 65.156 8.298 23.647 0.011 -0.015 -0.164
Si 2.365 9.041 26.844 0.004 0.014 -0.079
Si 5.366 13.461 23.986 0.037 -0.035 -0.092
Si 60.922 19.838 31.117 -0.138 0.161 -0.024
Si 65.425 15.395 24.566 -0.083 0.09 -0.099
Si 61.685 12.306 31.479 0.063 -0.053 0.051
Si 61.84 11.155 25.644 0.025 -0.119 -0.064
Si 8.873 13.601 27.026 -0.036 -0.074 0.013
Si 66.612 18.863 27.054 -0.108 0.076 0.133
Si 65.203 7.812 28.232 0.071 0.001 0.023
Si 63.149 22.023 28.478 0.033 0.002 -0.051
Si 6.666 10.74 24.62 -0.064 -0.013 -0.103
Si 5.62 8.467 30.881 0.026 -0.084 0.149
Si 59.629 10.028 31.422 0.062 0.026 0.201
Si 8.882 21.709 30.788 -0.068 -0.045 0.057
Si 66.554 8.507 30.791 -0.09 0.031 0.205
Si 60.488 13.262 26.879 0.017 0.088 -0.014
Si 63.811 18.909 28.43 0.081 -0.045 0.058
Si 65.269 14.988 31.542 -0.097 0.211 0.113
Si 66.493 12.003 26.707 -0.11 0.092 0.113
Si 4.721 13.173 30.772 0.085 0.005 0.191
Si 1.796 15.781 27.032 -0.084 -0.081 -0.045
Si 59.636 10.205 23.79 0.027 -0.068 -0.102
Si 7.207 17.725 31.257 -0.024 -0.047 0.125
Si 65.42 19.483 30.863 -0.003 -0.075 0.042
Si 61.203 15.359 24.59 -0.013 -0.036 -0.052
Si 8.534 8.306 29.769 -0.031 -0.021 0.011
Si 9.374 18.427 28.992 -0.082 -0.022 -0.001
Si 61.255 17.444 29.073 -0.121 -0.021 -0.134
Si 5.426 9.531 27.053 -0.002 0.068 -0.072
Si 63.492 21.564 31.152 -0.019 0.089 0.041
Si 63.393 8.593 26.001 0.005 -0.086 -0.057
Si 64.949 14.103 28.549 0.066 -0.115 -0.019
Si 5.936 18.39 27.104 0.014 0.159 -0.141
Si 5.134 19.145 24.106 0.025 -0.035 -0.141
Si 4.595 17.752 29.569 0.204 -0.13 0.125
Si 64.408 12.668 24.535 0.011 0.026 -0.063
Si 3.849 13.784 26.589 -0.039 0.002 -0.067
Si 58.812 7.537 24.918 0.038 -0.011 -0.088
Si 1.329 14.939 5.606 0.008 -0.005 0.007
Si 4.047 1.325 5.592 0.006 -0.004 0.004
Si 1.312 4.057 5.633 -0.007 -0.011 0.013
Si 4.062 6.805 5.587 -0.004 -0.007 0.002
Si 1.357 9.531 5.571 -0.013 -0.001 0.003
Si 4.049 12.194 5.516 0.011 -0.005 -0.002
Si 6.747 14.911 5.553 0.017 0.006 0.017
Si 9.478 1.359 5.518 0.004 -0.002 0.002
Si 6.772 4.071 5.546 -0.008 -0.002 0.014
Si 9.449 6.797 5.45 0 -0.01 0.002
Si 6.739 9.501 5.528 0.001 0 0.002
Si 58.515 12.236 5.544 0.007 -0.004 0.005
Si 61.211 14.965 5.532 -0.005 -0.001 0.008
Si 63.905 1.317 5.619 0.009 -0.004 0.007
Si 61.164 4.125 5.656 0 0.008 0.016
Si 63.917 6.784 5.631 0.002 -0.001 0.011
Si 61.229 9.525 5.613 -0.014 -0.005 0.006
Si 63.933 12.242 5.573 0.017 0.011 -0.009
Si 2.702 16.292 6.953 -0.003 0 -0.004
Si 5.416 2.712 6.912 -0.006 0.002 0.001
Si 2.708 5.43 6.938 -0.004 0.003 -0.007
Si 5.419 8.159 6.934 -0.005 0.003 0.001
Si 2.716 10.873 6.931 -0.001 -0.003 -0.006
Si 5.398 13.555 6.903 -0.005 0.003 -0.004
Si 8.124 16.303 6.876 -0.006 0 -0.002
Si 10.834 2.723 6.873 -0.003 0.005 0
Si 8.14 5.442 6.876 0.004 -0.006 -0.005
Si 59.827 8.17 6.924 0.008 0.007 -0.004
Si 57.13 10.891 6.882 -0.008 0.006 -0.002
Si 59.859 13.604 6.899 -0.006 0 -0.01
Si 62.539 16.292 6.951 0.013 -0.002 -0.003
Si 65.244 2.697 6.976 -0.01 0.008 -0.005
Si 62.549 5.454 6.991 -0.006 0.001 0.002
Si 65.283 8.171 6.94 0.001 0.001 -0.005
Si 62.581 10.89 6.948 0.002 -0.002 -0.006
Si 65.264 13.587 6.96 0 -0.007 0
Si 1.354 17.669 8.305 0.003 0.005 -0.013
Si 4.076 4.075 8.283 0.011 0.005 -0.002
Si 1.354 6.799 8.289 -0.006 0.002 -0.01
Si 4.069 9.518 8.292 0.004 -0.001 0
Si 1.36 12.233 8.294 0.002 0.012 -0.005
Si 4.069 14.928 8.284 -0.011 -0.008 -0.002
Si 6.782 17.665 8.255 -0.005 -0.005 -0.005
Si 9.491 4.081 8.244 0.002 -0.004 0
Si 6.794 6.793 8.262 0.002 0.007 0.001
Si 58.464 9.533 8.26 0.003 -0.008 -0.003
Si 6.785 12.22 8.252 -0.006 -0.007 -0.009
Si 58.49 14.956 8.259 0.012 0.016 -0.003
Si 61.186 17.676 8.287 0.004 0.004 -0.008
Si 63.896 4.07 8.32 -0.007 -0.016 0.001
Si 61.176 6.824 8.303 0.008 0.002 -0.007
Si 63.927 9.526 8.302 0.016 0.01 0
Si 61.198 12.247 8.278 0.008 0.003 -0.008
Si 63.902 14.946 8.306 -0.01 -0.01 -0.008
Si 65.266 16.315 9.648 -0.009 -0.001 -0.004
Si 2.72 2.718 9.643 -0.006 0.001 -0.002
Si 65.271 5.442 9.643 0.001 0 -0.008
Si 2.714 8.156 9.644 -0.003 -0.001 -0.001
Si 65.281 10.883 9.655 0.008 -0.007 0
Si 2.713 13.591 9.652 -0.003 -0.007 0.001
Si 5.434 16.306 9.623 -0.003 -0.002 -0.002
Si 8.144 2.714 9.609 -0.005 0.006 0
Si 5.44 5.436 9.63 -0.003 -0.006 0
Si 57.098 8.169 9.598 -0.005 0.006 -0.002
Si 5.441 10.875 9.634 0.001 0.004 -0.001
Si 57.106 13.605 9.593 -0.002 -0.004 -0.002
Si 59.821 16.32 9.63 0.007 -0.005 -0.001
Si 62.531 2.715 9.652 0.005 0.001 0.003
Si 59.808 5.447 9.626 0.013 0.001 -0.01
Si 62.545 8.176 9.646 -0.013 0.007 -0.009
Si 59.822 10.889 9.617 -0.007 0 -0.007
Si 62.541 13.597 9.652 0.007 0.006 0.001
Si 1.354 14.962 10.997 0.006 -0.005 -0.001
Si 4.085 17.675 10.988 -0.001 -0.003 -0.002
Si 1.358 4.086 10.991 -0.005 0.005 0.001
Si 4.081 6.797 10.989 0.001 0.008 -0.002
Si 1.36 9.52 10.999 -0.004 0.004 -0.001
Si 4.089 12.239 10.993 -0.001 -0.003 -0.008
Si 6.805 14.958 10.98 -0.001 0.003 0.001
Si 9.51 17.678 10.967 0.005 -0.004 -0.002
Si 6.8 4.074 10.983 -0.004 0.002 -0.001
Si 58.442 6.807 10.967 0.002 -0.005 -0.002
Si 55.734 9.534 10.935 -0.003 0.001 0.003
Si 58.452 12.248 10.96 0.004 0.001 -0.001
Si 61.177 14.966 10.988 0.008 -0.001 -0.001
Si 63.903 17.682 10.991 0.001 0.001 -0.003
Si 61.163 4.086 10.98 -0.001 -0.011 -0.003
Si 63.9 6.801 10.988 0.002 -0.002 -0.005
Si 61.171 9.531 10.985 0.013 0.008 0
Si 63.907 12.243 10.998 -0.006 -0.003 -0.004
Si 2.716 16.33 12.345 -0.008 0.003 0.004
Si 5.45 2.714 12.344 0 0.006 0.001
Si 2.72 5.443 12.346 0.003 -0.001 0.005
Si 5.443 8.153 12.344 -0.003 0.001 0.001
Si 2.735 10.877 12.344 0.006 0.008 0
Si 5.444 13.608 12.344 -0.01 -0.01 0.002
Si 8.163 16.322 12.344 0.001 0.004 0
Si 10.86 2.719 12.337 -0.006 0.003 0.003
Si 8.154 5.432 12.351 0.003 -0.003 0.004
Si 59.801 8.163 12.324 0.001 0.005 -0.001
Si 57.084 10.888 12.302 0.003 -0.005 0.002
Si 59.798 13.612 12.321 0.002 0.001 -0.001
Si 62.532 16.332 12.335 0.005 -0.004 0.004
Si 65.265 2.731 12.332 -0.004 -0.006 -0.003
Si 62.53 5.439 12.331 -0.004 -0.001 0
Si 65.261 8.164 12.333 0.003 0.003 -0.001
Si 62.524 10.895 12.336 0.004 -0.003 -0.005
Si 65.27 13.608 12.343 -0.012 0.002 0.004
Si 1.349 17.703 13.685 -0.007 0.01 0
Si 4.092 4.081 13.692 0.003 -0.013 0.004
Si 1.343 6.809 13.683 -0.015 0.013 0.003
Si 4.092 9.516 13.702 0.004 -0.006 0
Si 1.374 12.251 13.675 0.012 -0.018 0
Si 4.09 14.983 13.697 -0.005 0.001 0.005
Si 6.816 17.689 13.714 0 -0.006 0.002
Si 9.505 4.07 13.72 -0.003 0.006 0.006
Si 6.794 6.796 13.709 -0.006 0.004 0
Si 58.429 9.523 13.665 0.002 0 0.002
Si 6.8 12.242 13.697 0.003 0.003 0.003
Si 9.517 14.96 13.71 0.002 -0.003 0.005
Si 61.16 17.7 13.67 -0.004 -0.001 -0.002
Si 63.892 4.079 13.682 0.009 -0.005 0.002
Si 61.152 6.788 13.674 0.01 -0.005 0.006
Si 63.886 9.526 13.668 -0.015 0.012 -0.002
Si 61.147 12.254 13.678 0.003 0.004 -0.001
Si 63.9 14.979 13.678 0.001 -0.002 0.012
Si 65.252 16.355 15.027 0.005 0.002 0.001
Si 2.719 19.056 15.038 -0.003 0.004 0.003
Si 65.25 5.449 15.022 0.007 0.004 0.001
Si 2.714 8.158 15.036 -0.007 -0.006 0
Si 65.275 10.885 14.987 -0.009 -0.004 -0.003
Si 2.722 13.624 15.036 -0.008 -0.004 0.002
Si 5.448 16.342 15.067 -0.005 0.003 0.004
Si 8.159 19.039 15.11 0.002 -0.003 0.001
Si 5.443 5.428 15.071 0 0.004 0.001
Si 8.151 8.156 15.068 0 -0.004 0.004
Si 5.453 10.877 15.06 0.001 -0.004 0.003
Si 8.144 13.605 15.066 -0.009 -0.01 -0.003
Si 59.785 16.358 15.016 0.009 0.006 0.003
Si 62.517 19.047 15.034 0.003 0.003 0.005
Si 59.787 5.426 15.035 0.002 0.002 0.004
Si 62.509 8.164 15.004 0.008 0.005 0
Si 59.773 10.891 15.021 -0.002 0.003 -0.005
Si 62.509 13.633 15.005 -0.003 -0.002 0.003
Si 18.018 14.764 0.13 -0.198 -0.033 0.713
Si 20.624 1.128 0.179 -0.115 0.079 0.707
Si 17.251 4.462 0.191 0.028 0.023 0.703
Si 20.619 6.407 0.048 -0.154 0.344 0.756
Si 17.357 9.762 0.018 0.173 -0.066 0.723
Si 20.161 12.499 0.123 0.052 -0.197 0.711
Si 22.743 15.128 0.072 0.26 -0.077 0.67
Si 25.899 1.157 0.147 -0.183 0.246 0.723
Si 22.83 4.16 0.263 0.294 -0.042 0.675
Si 25.598 7.083 0.04 0.094 -0.194 0.778
Si 23.45 9.358 0.024 -0.207 0.097 0.806
Si 9.656 11.979 0.038 -0.18 0.147 0.723
Si 11.873 15.17 0.193 0.135 -0.049 0.739
Si 14.544 1.778 0.128 0.039 -0.186 0.806
Si 12.262 3.919 0.042 -0.195 0.181 0.723
Si 17.144 13.68 33.452 -0.248 0.095 0.66
Si 11.871 9.752 0.129 0.154 -0.076 0.766
Si 15.148 11.992 0.005 -0.096 0.168 0.769
Si 19.041 16.336 1.501 -0.001 -0.003 -0.057
Si 21.671 2.671 1.583 0.002 -0.005 -0.033
Si 18.951 5.486 1.445 0 -0.007 -0.059
Si 21.744 8.169 1.212 -0.009 0.003 -0.069
Si 18.954 10.897 1.331 -0.027 -0.002 -0.066
Si 21.685 13.617 1.479 -0.019 0.001 -0.047
Si 24.369 16.244 1.38 -0.014 0.016 -0.024
Si 10.746 2.686 1.36 0.004 -0.007 -0.045
Si 24.466 5.453 1.345 0.005 0.014 -0.051
Si 10.662 8.186 1.376 -0.018 0.003 -0.053
Si 24.648 11.014 1.155 0.049 0.01 -0.058
Si 10.734 13.562 1.446 0 0 -0.038
Si 13.484 16.394 1.388 0.009 0.008 -0.057
Si 16.143 2.844 1.461 -0.002 -0.026 -0.052
Si 13.472 5.553 1.244 0.044 -0.03 -0.035
Si 16.227 8.207 1.358 0.013 -0.006 -0.046
Si 13.531 10.895 1.353 0.003 -0.003 -0.027
Si 16.298 13.613 1.292 0.012 0.002 -0.049
Si 17.575 1.41 2.722 0.001 0.017 0.006
Si 20.256 4.067 2.819 0.008 0.024 0.013
Si 17.624 6.898 2.755 -0.019 -0.003 0.022
Si 20.37 9.51 2.614 0.003 -0.014 0.008
Si 17.612 12.254 2.731 0.01 0.016 0.032
Si 20.373 14.979 2.878 -0.007 -0.005 0.027
Si 23.109 1.317 2.824 0.012 -0.022 0.018
Si 25.797 4.122 2.744 -0.024 -0.007 0.02
Si 23.067 6.828 2.677 0.01 0.001 0.025
Si 25.895 9.612 2.637 -0.043 -0.025 0.033
Si 23.183 12.225 2.622 0.001 -0.052 0.006
Si 9.402 14.884 2.847 0.011 0.011 0.029
Si 12.126 1.39 2.79 -0.004 0.009 0.033
Si 14.789 4.218 2.767 -0.032 0.019 0.039
Si 12.104 6.835 2.671 0.003 0.002 0.002
Si 14.846 9.519 2.738 0.005 0.004 0.021
Si 12.193 12.256 2.746 0.001 0.01 0.031
Si 14.905 14.983 2.654 -0.012 -0.017 0.016
Si 16.244 16.327 4.066 0.002 0.003 0.009
Si 18.921 2.712 4.155 0.004 -0.011 0.029
Si 16.238 5.513 4.099 0.011 -0.025 -0.004
Si 19.02 8.223 4.079 -0.001 0.007 0.007
Si 16.243 10.885 4.083 0.013 0.009 -0.018
Si 18.973 13.584 4.134 -0.005 0.006 -0.007
Si 21.749 16.317 4.198 -0.011 0 0.009
Si 24.467 2.731 4.108 0.003 -0.018 -0.01
Si 21.708 5.46 4.069 0.008 0.003 -0.023
Si 24.478 8.213 3.988 0.012 0.012 -0.033
Si 21.767 10.863 3.972 -0.007 0.023 0.006
Si 24.476 13.562 4.062 0.006 0.014 -0.001
Si 10.797 16.303 4.139 0.004 0.008 -0.015
Si 13.49 2.777 4.125 0.017 -0.006 -0.018
Si 10.796 5.436 4.061 -0.002 -0.006 -0.008
Si 13.482 8.158 4.081 0.02 -0.002 -0.004
Si 10.79 10.877 4.08 -0.01 -0.003 -0.028
Si 13.561 13.63 4.078 0.006 0 -0.001
Si 17.68 14.929 16.324 0.006 -0.005 -0.006
Si 20.434 17.656 16.286 0.003 -0.009 -0.009
Si 17.681 4.052 16.365 -0.001 -0.003 -0.001
Si 20.424 6.725 16.294 -0.012 -0.011 -0.004
Si 17.665 9.473 16.299 -0.01 0.007 -0.013
Si 20.424 12.185 16.256 -0.006 -0.007 -0.015
Si 23.201 14.924 16.243 0.002 0.005 -0.01
Si 9.524 17.675 16.479 -0.002 0.001 -0.002
Si 23.183 4.042 16.289 -0.009 0.011 -0.006
Si 9.471 6.785 16.456 -0.014 -0.002 -0.011
Si 23.2 9.465 16.267 -0.008 0.003 -0.006
Si 9.493 12.23 16.419 0.006 0.004 -0.011
Si 12.227 14.974 16.458 0.018 -0.006 -0.003
Si 14.936 17.676 16.407 0.011 -0.011 -0.005
Si 12.21 4.067 16.455 -0.006 0.007 -0.011
Si 14.932 6.774 16.412 -0.001 -0.018 0.001
Si 12.225 9.509 16.419 -0.001 0.007 -0.004
Si 14.936 12.231 16.355 0.006 -0.015 -0.013
Si 19.091 16.273 17.634 0.005 0.013 0.018
Si 21.791 19.025 17.641 0.006 0.011 -0.005
Si 19.076 5.385 17.717 0.025 0.006 -0.001
Si 21.85 8.062 17.584 0.009 0 0.01
Si 19.025 10.849 17.608 0.017 0.009 0.015
Si 21.866 13.506 17.552 -0.003 -0.013 -0.025
Si 24.562 16.277 17.614 0.002 -0.022 0.018
Si 10.88 19.029 17.87 -0.001 0.006 -0.01
Si 24.588 5.365 17.654 -0.003 -0.018 0.009
Si 10.815 8.18 17.779 0.013 0.012 -0.021
Si 24.577 10.8 17.65 0.004 -0.009 -0.005
Si 10.835 13.59 17.776 -0.012 0.002 0.008
Si 13.581 16.359 17.833 -0.019 0.006 0
Si 16.303 19.039 17.751 0.004 0.02 0.03
Si 13.542 5.451 17.813 -0.001 0.002 0.008
Si 16.337 8.134 17.721 0.001 0.024 0.007
Si 13.612 10.871 17.753 -0.003 0.008 0.013
Si 16.291 13.597 17.699 0.004 -0.004 0.005
Si 17.73 17.63 19.006 -0.014 -0.008 -0.028
Si 20.448 4.018 19.085 -0.006 -0.013 -0.021
Si 17.703 6.753 19.064 -0.006 -0.005 -0.006
Si 20.443 9.441 18.835 -0.009 0.003 -0.051
Si 17.656 12.202 18.998 -0.016 -0.023 -0.026
Si 20.517 14.848 18.874 -0.012 0.012 -0.033
Si 23.18 17.658 18.938 0.008 0.001 -0.018
Si 9.525 4.065 19.251 -0.01 0.009 -0.013
Si 23.186 6.692 18.991 -0.006 0.027 -0.028
Si 9.493 9.506 19.217 0.002 -0.008 -0.001
Si 23.196 12.168 18.966 -0.021 0.019 -0.015
Si 25.947 14.898 18.954 0.003 0.005 -0.029
Si 12.237 17.698 19.294 0.01 0.008 0.006
Si 14.91 4.073 19.155 0.002 -0.036 -0.032
Si 12.142 6.849 19.157 0.01 -0.029 -0.01
Si 15.011 9.518 19.1 -0.001 0.003 -0.016
Si 12.19 12.199 19.094 -0.007 -0.013 -0.025
Si 14.962 14.958 19.121 0.026 -0.018 -0.002
Si 16.407 16.289 20.426 0.012 0.01 0.061
Si 19.082 18.944 20.421 0.02 0.014 0.056
Si 16.301 5.464 20.459 -0.018 0.008 0.053
Si 19.164 8.122 20.279 0.022 0.016 0.049
Si 16.374 10.872 20.49 0.011 0.017 0.033
Si 19.137 13.527 20.219 0.013 -0.004 0.031
Si 21.861 16.202 20.22 0.004 -0.008 0.041
Si 24.609 18.955 20.295 -0.001 -0.01 0.045
Si 21.855 5.347 20.434 0.005 -0.018 0.045
Si 24.551 8.029 20.379 0 0 0.065
Si 21.783 10.758 20.202 -0.009 -0.011 0.06
Si 24.594 13.498 20.311 0.011 -0.004 0.051
Si 10.85 16.283 20.606 -0.018 -0.017 0.056
Si 13.6 19.082 20.689 0.027 0.031 0.049
Si 10.834 5.513 20.627 -0.017 -0.005 0.035
Si 13.56 8.228 20.431 0.004 0.013 0.045
Si 10.907 10.833 20.57 0.033 0.003 0.056
Si 13.527 13.605 20.411 -0.009 0.014 0.038
Si 18.076 15.075 21.591 -0.202 -0.024 -0.731
Si 20.29 17.254 21.577 0.033 0.228 -0.727
Si 17.448 20.133 21.663 0.142 0.044 -0.754
Si 20.694 6.992 21.668 -0.107 -0.205 -0.723
Si 18.089 9.681 21.633 -0.221 -0.013 -0.699
Si 20.239 11.918 21.511 0.067 0.066 -0.734
Si 23.473 15.129 21.554 -0.121 -0.142 -0.752
Si 9.185 17.402 21.848 0.092 0.056 -0.707
Si 23.495 20.465 21.666 -0.262 -0.075 -0.71
Si 9.061 6.574 21.844 0.207 0.068 -0.755
Si 22.883 9.19 21.537 0.082 0.052 -0.742
Si 26.21 12.347 21.584 -0.227 -0.179 -0.719
Si 11.985 14.641 21.893 0.165 0.273 -0.741
Si 15.313 17.857 21.816 -0.175 -0.057 -0.71
Si 12.529 20.843 21.974 -0.139 -0.23 -0.722
Si 14.756 6.75 21.746 0.241 0.032 -0.705
Si 12.58 9.797 21.915 -0.239 -0.141 -0.736
Si 14.725 12.097 21.693 0.236 -0.003 -0.707
Si 10.17 17.857 24.725 0.066 0.019 -0.155
Si 15.488 12.06 28.039 0.032 0.097 -0.079
Si 20.063 20.587 28.723 0.168 0.042 -0.016
Si 19.99 10.805 30.912 0.119 -0.058 0.074
Si 19.882 6.441 30.787 0.11 0.074 0.061
Si 16.224 6.434 26.171 -0.034 0.08 -0.072
Si 11.266 20.678 24.903 0.056 0.078 -0.176
Si 24.304 16.354 26.24 0.167 0.018 0.044
Si 23.221 20.912 28.434 0 0.061 0.171
Si 15.463 17.34 29.008 0.083 -0.037 0.176
Si 21.193 16.043 31.113 -0.05 -0.09 0.093
Si 13.124 8.586 27.456 -0.109 -0.088 0.013
Si 22.901 12.259 28.066 -0.054 -0.06 -0.041
Si 24.109 7.278 27.011 0.055 0.007 0
Si 19.495 4.973 23.573 -0.044 0.081 -0.095
Si 18.337 20.626 26.261 -0.011 -0.154 -0.024
Si 19.401 10.665 26.549 -0.025 -0.016 -0.028
Si 22.08 13.334 23.682 0.054 -0.123 -0.183
Si 11.289 19.9 30.626 -0.048 -0.069 0.12
Si 12.326 15.51 24.893 -0.038 -0.094 -0.104
Si 12.211 11.929 31.607 0.151 0.011 0.052
Si 12.683 11.191 28.643 -0.106 -0.076 0.003
Si 25.471 13.486 26.755 -0.014 -0.035 0.073
Si 17.073 17.777 26.514 -0.018 0.11 -0.034
Si 16.669 11.025 25.344 0.008 0.044 -0.136
Si 13.37 5.685 26.906 0.002 0.036 0.114
Si 23.429 10.627 24.256 -0.01 0.03 -0.064
Si 22 8.586 30.767 0.058 -0.042 0.149
Si 10.092 9.679 31.79 -0.007 -0.04 0.038
Si 25.177 21.623 30.632 -0.096 -0.048 -0.021
Si 17.199 7.26 31.055 -0.084 -0.044 -0.033
Si 11.759 13.684 27.394 0.051 0.075 -0.076
Si 14.1 20.097 29.364 -0.055 -0.017 -0.077
Si 15.536 15.369 31.266 0.184 -0.031 0.043
Si 16.37 8.484 23.863 -0.072 -0.014 -0.126
Si 21.639 13.27 30.574 0.16 -0.042 0.088
Si 19.242 15.888 26.773 0.155 -0.029 0.003
Si 9.425 11.413 24.865 0.06 -0.064 -0.092
Si 23.626 17.561 31.603 0.03 -0.017 0.077
Si 15.878 20.908 31.608 -0.023 -0.024 0.14
Si 15.095 16.467 24.647 0.145 -0.018 -0.17
Si 24.958 8.233 29.685 -0.068 -0.087 0.072
Si 24.534 18.206 28.64 0.026 0.083 0.047
Si 14.295 14.664 28.661 0.031 -0.012 0.131
Si 22.032 9.545 26.661 0.147 0.11 0.025
Si 16.08 8.202 28.532 -0.086 -0.016 0.108
Si 11.681 9.245 24.92 -0.014 0.066 -0.162
Si 17.808 10.772 29.027 -0.035 -0.047 0.106
Si 21.589 17.456 26.042 0.001 0.076 0.043
Si 21.639 19.083 23.57 0.059 -0.017 -0.024
Si 20.438 17.654 28.743 0.076 -0.103 -0.066
Si 16.384 13.709 23.813 -0.05 0.038 -0.038
Si 20.681 13.357 26.234 0.004 -0.049 0.004
Si 9.641 6.977 24.79 0.033 -0.047 -0.048
Si 17.607 14.969 5.457 0.004 0.004 0.001
Si 20.338 1.366 5.488 0.003 -0.003 0.008
Si 17.578 4.112 5.469 -0.018 0.013 0.011
Si 20.357 6.822 5.432 -0.005 -0.004 0.013
Si 17.636 9.551 5.445 0.006 -0.002 -0.002
Si 20.396 12.206 5.402 0.021 -0.009 -0.008
Si 23.13 14.919 5.465 0.011 0.011 0.01
Si 25.835 1.342 5.427 -0.003 -0.004 0.01
Si 23.075 4.092 5.431 -0.016 0.005 0.006
Si 25.82 6.837 5.381 -0.004 0.011 -0.003
Si 23.105 9.524 5.383 -0.004 -0.005 -0.005
Si 9.478 12.213 5.508 0.007 -0.009 0.008
Si 12.198 14.963 5.473 0.001 0.004 0.003
Si 14.888 1.382 5.437 -0.002 0.002 0.001
Si 12.142 4.11 5.489 -0.003 0.003 0.004
Si 14.874 6.839 5.467 -0.007 -0.001 0.004
Si 12.148 9.52 5.455 -0.002 0.011 0.005
Si 14.901 12.253 5.452 -0.007 -0.001 0
Si 18.985 16.308 6.828 0.005 0.001 0.008
Si 21.722 2.735 6.81 -0.006 -0.003 0.004
Si 18.989 5.458 6.799 0.006 -0.003 -0.001
Si 21.748 8.169 6.774 -0.004 -0.001 -0.006
Si 19.024 10.883 6.801 -0.001 0.003 -0.007
Si 21.743 13.562 6.793 0.006 -0.002 -0.001
Si 24.482 16.307 6.798 -0.003 -0.004 0.004
Si 27.211 2.711 6.762 0.004 -0.006 -0.003
Si 24.469 5.457 6.756 -0.003 0.002 -0.006
Si 10.816 8.149 6.832 0.001 0 -0.006
Si 8.125 10.855 6.875 0.007 0 -0.003
Si 10.847 13.594 6.847 -0.003 0.003 -0.005
Si 13.556 16.332 6.829 -0.002 0.005 -0.006
Si 16.247 2.725 6.827 0.004 0.002 0
Si 13.536 5.456 6.836 0.007 -0.006 0.005
Si 16.27 8.183 6.812 0.001 0.009 -0.001
Si 13.535 10.882 6.81 0.008 0.007 -0.003
Si 16.264 13.602 6.827 0.004 0.001 -0.001
Si 17.628 17.682 8.181 0.001 -0.002 -0.008
Si 20.358 4.092 8.162 0.001 0.002 -0.004
Si 17.631 6.809 8.171 -0.004 -0.008 -0.006
Si 20.382 9.51 8.155 -0.001 0.003 -0.001
Si 17.654 12.241 8.169 0.017 0.012 -0.004
Si 20.375 14.933 8.155 -0.004 0 -0.006
Si 23.102 17.672 8.142 -0.005 -0.006 -0.005
Si 25.839 4.078 8.106 0.001 -0.005 -0.004
Si 23.11 6.802 8.131 -0.01 -0.002 0.004
Si 9.487 9.501 8.231 -0.008 0 0.003
Si 23.126 12.213 8.138 -0.01 -0.005 -0.005
Si 9.5 14.954 8.228 0.012 0.011 -0.004
Si 12.209 17.683 8.216 0.005 0.006 0.001
Si 14.897 4.084 8.196 -0.01 -0.01 0.002
Si 12.189 6.809 8.21 -0.001 -0.006 -0.001
Si 14.911 9.534 8.183 0.008 0.002 -0.006
Si 12.202 12.234 8.208 -0.002 -0.002 -0.001
Si 14.913 14.964 8.196 0.003 0.003 -0.005
Si 16.282 16.318 9.556 0.004 0.004 0.006
Si 19.007 2.718 9.528 0.005 0.002 0.003
Si 16.28 5.44 9.545 0.008 -0.003 -0.002
Si 19.016 8.154 9.524 0.007 0 -0.001
Si 16.291 10.881 9.541 0.001 0.006 -0.003
Si 19.02 13.588 9.537 0.002 0.003 0.005
Si 21.748 16.301 9.504 -0.005 0.002 0.005
Si 24.486 2.713 9.481 -0.01 0.002 -0.002
Si 21.748 5.44 9.502 -0.008 -0.001 0
Si 8.15 8.151 9.621 0.005 -0.004 -0.003
Si 21.76 10.861 9.509 0.01 0.004 0
Si 8.148 13.595 9.601 -0.007 0 -0.008
Si 10.858 16.319 9.587 0.003 0.003 -0.003
Si 13.562 2.722 9.582 0.005 -0.003 0.001
Si 10.856 5.441 9.598 0.003 -0.003 0.001
Si 13.564 8.166 9.562 0.003 0.007 -0.006
Si 10.852 10.872 9.582 0.002 -0.003 -0.005
Si 13.565 13.598 9.568 -0.004 0.007 0
Si 17.656 14.951 10.902 0.006 0.003 -0.003
Si 20.384 17.663 10.868 -0.004 -0.003 -0.004
Si 17.648 4.072 10.9 0 -0.008 0.001
Si 20.386 6.785 10.876 0.003 -0.005 0.001
Si 17.655 9.508 10.896 0.004 -0.002 -0.006
Si 20.398 12.218 10.879 -0.003 -0.002 -0.003
Si 23.134 14.938 10.848 0.002 0.003 -0.005
Si 25.866 17.665 10.825 0.007 -0.003 0
Si 23.122 4.067 10.846 -0.009 0.004 0.001
Si 9.508 6.79 10.979 -0.001 -0.002 0
Si 6.8 9.513 10.987 -0.002 -0.002 0
Si 9.506 12.234 10.96 0.003 -0.004 -0.001
Si 12.215 14.957 10.948 -0.001 0.001 0.003
Si 14.929 17.677 10.932 -0.002 0.001 -0.001
Si 12.213 4.077 10.96 0.003 -0.004 0.003
Si 14.923 6.794 10.922 -0.003 -0.005 0.001
Si 12.213 9.516 10.947 -0.001 0.008 -0.001
Si 14.934 12.235 10.921 0.009 0.005 -0.002
Si 19.028 16.312 12.25 -0.001 0.002 0.001
Si 21.767 2.697 12.212 -0.002 -0.007 0.001
Si 19.029 5.422 12.249 0.006 0.005 0.004
Si 21.777 8.131 12.217 0.002 0.003 -0.001
Si 19.037 10.856 12.248 0.005 0.006 0.001
Si 21.778 13.577 12.223 -0.001 0 0.003
Si 24.517 16.294 12.195 -0.006 0.006 0.001
Si 27.242 2.704 12.172 -0.004 0.003 0.005
Si 24.508 5.418 12.19 0.002 -0.004 0.001
Si 10.87 8.153 12.331 0.001 0 0.001
Si 8.161 10.877 12.34 -0.003 0.004 -0.001
Si 10.86 13.601 12.322 0.002 0.002 -0.002
Si 13.573 16.322 12.309 0.007 0.003 0
Si 16.295 2.718 12.285 0.004 -0.003 0.006
Si 13.577 5.437 12.316 0.001 0 0.002
Si 16.297 8.149 12.274 0.005 0.004 0.001
Si 13.574 10.881 12.301 0.001 -0.001 -0.002
Si 16.297 13.595 12.278 0.003 0.004 0.003
Si 17.662 17.665 13.628 0.003 0.002 -0.001
Si 20.406 4.047 13.587 0 -0.004 0.002
Si 17.661 6.772 13.623 0.001 -0.002 0.001
Si 20.413 9.476 13.585 0.006 -0.004 -0.004
Si 17.67 12.215 13.61 0.005 -0.004 -0.002
Si 20.411 14.942 13.583 -0.009 0.008 0.001
Si 23.152 17.654 13.553 -0.001 -0.004 0.002
Si 25.879 4.055 13.541 -0.008 0.005 0.006
Si 23.153 6.769 13.567 -0.014 -0.003 0.003
Si 9.518 9.512 13.702 0.006 -0.005 0.008
Si 23.158 12.207 13.565 -0.006 -0.001 0.008
Si 25.902 14.934 13.544 0 -0.012 0.003
Si 12.222 17.678 13.695 0.002 -0.006 0
Si 14.941 4.07 13.672 0.001 -0.004 -0.003
Si 12.214 6.781 13.7 0.007 -0.005 0.005
Si 14.928 9.499 13.647 0.001 0.009 0
Si 12.22 12.244 13.681 -0.006 0.006 0.001
Si 14.938 14.955 13.657 -0.001 -0.001 0.003
Si 16.298 16.318 15.013 -0.001 0.007 0.006
Si 19.038 19.023 14.969 0.008 0.003 0.007
Si 16.308 5.43 15.027 0.005 0.003 0.002
Si 19.052 8.115 14.958 0.006 0.005 0.002
Si 16.298 10.866 14.982 0.001 -0.002 0
Si 19.047 13.579 14.944 0 -0.004 0.005
Si 21.8 16.295 14.924 0.001 0.006 0.001
Si 24.529 19.004 14.91 -0.002 0 0.003
Si 21.8 5.392 14.928 0.008 0 0.002
Si 24.554 8.113 14.907 0.006 0.009 -0.003
Si 21.803 10.824 14.921 -0.007 -0.003 0.004
Si 24.559 13.553 14.905 0.002 0.008 0.002
Si 10.871 16.325 15.082 -0.002 0.002 0.006
Si 13.575 19.045 15.057 0.002 0.01 0.003
Si 10.851 5.431 15.09 -0.001 -0.011 0.002
Si 13.58 8.144 15.045 0.002 0.01 0.003
Si 10.872 10.88 15.058 0.003 0.003 -0.004
Si 13.569 13.619 15.041 0.004 0.003 0
Si 36.386 21.693 33.34 -0.15 0.102 0.646
Si 39.105 8.035 33.467 -0.189 0.216 0.703
Si 35.684 11.15 33.372 0.308 -0.11 0.681
Si 39.19 13.417 33.426 -0.321 0.139 0.767
Si 35.909 16.698 33.354 0.128 -0.178 0.662
Si 38.642 19.488 33.394 0.046 -0.177 0.725
Si 39.296 15.233 0.061 0.134 -0.135 0.72
Si 42.458 1.12 0.123 -0.053 0.169 0.742
Si 41.409 11.179 33.521 0.259 -0.147 0.746
Si 44.172 14.035 33.29 0.104 -0.231 0.717
Si 41.841 16.157 33.394 -0.108 0.091 0.759
Si 28.509 19.009 33.315 -0.444 0.192 0.614
Si 28.281 15.396 0.053 0.193 -0.29 0.735
Si 32.914 8.617 33.545 0.252 -0.139 0.765
Si 28.641 3.9 0.138 -0.18 0.136 0.727
Si 33.454 13.376 33.528 -0.016 0.297 0.717
Si 28.499 9.682 0.007 0.103 -0.225 0.694
Si 33.625 18.885 33.417 -0.133 0.178 0.725
Si 35.419 16.303 1.2 0.008 -0.004 -0.067
Si 38.147 2.696 1.25 0.01 0.008 -0.034
Si 35.367 5.37 1.03 -0.007 -0.004 -0.046
Si 38.203 8.103 1.195 0.022 0.013 -0.083
Si 35.42 10.921 1.135 -0.01 0.015 -0.04
Si 38.115 13.624 1.268 -0.02 -0.009 -0.043
Si 40.874 16.313 1.405 0.011 0.012 -0.038
Si 27.1 2.719 1.427 0.009 -0.005 -0.035
Si 40.966 5.493 1.137 0.002 0.004 -0.051
Si 27.236 8.178 1.316 -0.006 0.027 -0.065
Si 40.874 10.792 1.237 -0.013 -0.015 -0.072
Si 27.315 13.629 1.282 -0.012 0.026 -0.05
Si 29.878 16.412 1.384 -0.027 0.02 -0.086
Si 32.571 2.701 1.246 -0.037 0.002 -0.078
Si 29.892 5.395 1.423 0.013 -0.002 -0.048
Si 32.656 8.136 1.085 -0.003 -0.011 -0.016
Si 30.011 10.891 1.298 0.015 0.016 -0.035
Si 32.697 13.618 1.101 0.013 -0.005 -0.047
Si 34.012 1.34 2.53 0.006 0.01 0.003
Si 36.704 4.059 2.517 0.009 0.01 0.008
Si 34.054 6.778 2.454 -0.008 -0.006 0
Si 36.786 9.515 2.477 -0.007 -0.01 -0.008
Si 34.038 12.257 2.539 0.003 0.011 0.017
Si 36.759 14.979 2.636 -0.015 0.004 0.037
Si 39.504 1.4 2.671 -0.014 0.011 0.03
Si 42.253 4.126 2.576 -0.021 -0.007 0.016
Si 39.563 6.773 2.579 0.011 0.003 0.03
Si 42.266 9.492 2.616 0.004 -0.012 0.047
Si 39.493 12.202 2.549 0.018 0.002 0.004
Si 25.813 14.882 2.661 0.029 0.015 0.013
Si 28.504 1.38 2.775 -0.006 0.008 0.038
Si 31.281 4.03 2.716 0.005 -0.012 0.035
Si 28.549 6.809 2.696 -0.02 0.006 0.019
Si 31.341 9.455 2.578 0.017 -0.015 0.026
Si 28.667 12.278 2.655 -0.02 -0.015 0.005
Si 31.331 14.96 2.536 -0.002 -0.027 -0.004
Si 32.675 16.308 3.925 -0.011 0.011 0.005
Si 35.371 2.708 3.909 0.002 0.001 0.003
Si 32.701 5.457 3.926 0.001 0.009 -0.015
Si 35.408 8.146 3.845 -0.011 -0.004 -0.005
Si 32.694 10.864 3.912 -0.004 0.029 -0.014
Si 35.385 13.595 3.949 -0.003 0 -0.006
Si 38.125 16.338 3.988 -0.007 -0.02 -0.004
Si 40.879 2.779 3.968 -0.001 -0.001 0.002
Si 38.118 5.418 3.881 0.005 -0.01 -0.019
Si 40.883 8.146 3.968 0.009 -0.005 -0.011
Si 38.12 10.853 3.9 -0.001 -0.005 0.006
Si 40.81 13.538 3.996 -0.003 0.002 0.024
Si 27.155 16.275 4.047 0.006 -0.004 -0.009
Si 29.911 2.713 4.088 0.003 -0.004 0.003
Si 27.194 5.46 4.066 0.012 -0.013 0.003
Si 29.959 8.163 3.994 0.012 0.016 -0.002
Si 27.266 10.921 4.012 0.001 0.005 0.004
Si 30.007 13.635 3.987 -0.003 0.008 0.029
Si 34.057 14.968 16.207 0 0.007 -0.009
Si 36.768 17.681 16.184 -0.008 0.007 -0.005
Si 34.084 4.092 16.192 0.001 0.001 -0.006
Si 36.756 6.78 16.171 0.005 -0.003 -0.01
Si 34.064 9.528 16.218 0.016 -0.004 0.004
Si 36.759 12.239 16.208 -0.017 -0.006 -0.009
Si 39.473 14.96 16.202 -0.005 0.005 0.002
Si 25.913 17.652 16.262 -0.006 0.001 0.001
Si 39.45 4.071 16.169 0.001 -0.003 -0.008
Si 25.915 6.752 16.282 -0.01 -0.004 -0.006
Si 39.476 9.524 16.213 -0.004 0.006 0.001
Si 25.921 12.184 16.279 -0.005 0.012 -0.001
Si 28.651 14.931 16.259 -0.008 -0.006 -0.004
Si 31.356 17.645 16.231 0.008 -0.009 -0.001
Si 28.635 4.063 16.248 0.002 0.003 -0.017
Si 31.331 6.808 16.246 -0.007 -0.015 -0.01
Si 28.628 9.479 16.282 -0.002 -0.003 0.003
Si 31.356 12.23 16.226 -0.009 -0.005 -0.006
Si 35.45 16.305 17.553 -0.004 0.002 0.02
Si 38.078 19.072 17.554 -0.01 -0.005 0.005
Si 35.442 5.434 17.584 0.004 -0.016 0.006
Si 38.104 8.129 17.518 -0.004 -0.003 0.013
Si 35.396 10.909 17.594 0.009 0.007 0.013
Si 38.139 13.573 17.562 0.007 0.005 -0.004
Si 40.811 16.357 17.54 0.021 -0.007 0.015
Si 27.305 19.001 17.613 -0.004 0.006 -0.016
Si 40.812 5.4 17.526 -0.006 0 0.018
Si 27.283 8.09 17.663 0.015 -0.015 0.008
Si 40.827 10.893 17.586 -0.003 -0.009 -0.008
Si 27.314 13.542 17.614 0.008 -0.005 0.002
Si 30.015 16.286 17.634 0.003 -0.007 -0.01
Si 32.755 19.025 17.524 0.002 0.015 0.002
Si 29.958 5.458 17.611 -0.004 0.008 0.005
Si 32.734 8.153 17.584 -0.016 0.011 0.006
Si 30.025 10.855 17.595 -0.007 0.02 0.003
Si 32.7 13.621 17.576 0.008 -0.001 -0.012
Si 34.154 17.722 18.899 0.007 0.014 -0.034
Si 36.776 4.094 19.001 0.011 0.002 -0.015
Si 34.096 6.79 18.939 0.001 0.014 -0.022
Si 36.769 9.495 18.879 0.004 -0.01 -0.052
Si 34.053 12.32 18.965 0.017 -0.001 -0.022
Si 36.802 14.927 18.917 -0.026 0.001 -0.027
Si 39.439 17.719 18.877 0.006 0.006 -0.023
Si 26.004 4.025 19.024 -0.005 0.043 -0.009
Si 39.435 6.734 18.863 -0.024 -0.01 -0.038
Si 25.923 9.423 19.037 -0.018 0.002 -0.003
Si 39.477 12.227 18.959 -0.018 0.01 -0.004
Si 42.142 15.004 18.915 0.01 0 -0.034
Si 28.647 17.638 18.986 -0.012 0.002 -0.007
Si 31.383 4.069 18.836 0.017 -0.009 -0.038
Si 28.626 6.762 19.094 0.009 -0.029 -0.007
Si 31.42 9.534 18.951 -0.002 0.01 -0.015
Si 28.696 12.194 18.992 -0.006 0.023 -0.014
Si 31.391 14.946 19.013 -0.011 -0.002 0.009
Si 32.829 16.355 20.242 0.012 -0.003 0.06
Si 35.479 19.031 20.388 -0.001 -0.01 0.04
Si 32.762 5.363 20.223 0.011 -0.038 0.056
Si 35.415 8.183 20.289 0.015 0.002 0.059
Si 32.707 10.966 20.33 -0.013 0.004 0.036
Si 35.48 13.607 20.351 -0.001 -0.001 0.052
Si 38.146 16.319 20.234 0.014 0.005 0.037
Si 40.808 19.031 20.246 0.006 0.004 0.049
Si 38.144 5.437 20.368 -0.002 -0.007 0.048
Si 40.78 8.092 20.186 -0.002 -0.006 0.064
Si 38.157 10.788 20.266 0.001 -0.015 0.064
Si 40.781 13.663 20.284 -0.01 0.013 0.053
Si 27.308 16.259 20.351 -0.02 -0.027 0.071
Si 30.071 19.035 20.218 0.005 0 0.053
Si 27.304 5.342 20.542 0.008 -0.014 0.031
Si 30.112 8.162 20.327 -0.009 -0.019 0.041
Si 27.361 10.758 20.341 0.034 0.014 0.058
Si 30.049 13.579 20.41 -0.017 -0.022 0.059
Si 34.454 15.331 21.582 -0.097 -0.169 -0.785
Si 36.735 17.475 21.663 0.091 0.3 -0.677
Si 33.825 20.14 21.638 0.206 0.084 -0.723
Si 36.967 7.054 21.618 -0.076 -0.211 -0.741
Si 34.293 9.808 21.563 -0.091 -0.157 -0.716
Si 36.61 11.921 21.567 0.081 0.208 -0.75
Si 39.589 15.168 21.655 -0.109 -0.215 -0.719
Si 25.693 17.358 21.632 0.125 0.151 -0.69
Si 39.787 20.605 21.638 -0.259 -0.079 -0.717
Si 25.621 6.458 21.801 0.233 0.125 -0.727
Si 39.263 9.156 21.571 0.019 0.173 -0.715
Si 42.375 12.604 21.597 -0.055 -0.172 -0.762
Si 28.4 14.651 21.681 0.238 0.279 -0.732
Si 31.643 17.908 21.508 -0.024 -0.106 -0.717
Si 29.093 20.552 21.705 -0.424 -0.245 -0.588
Si 31.279 6.543 21.552 0.197 0.261 -0.672
Si 28.984 9.674 21.692 -0.197 -0.123 -0.696
Si 31.135 12.003 21.787 0.257 0.224 -0.712
Si 26.531 17.735 24.595 0.071 -0.058 -0.112
Si 32.083 12.494 27.494 0.017 -0.068 -0.071
Si 34.379 20.636 28.788 0.051 0.051 0.075
Si 36.576 10.889 30.553 0.017 -0.173 0.049
Si 35.779 6.552 30.452 -0.042 0.039 0.135
Si 30.943 8.599 25.928 0.026 -0.002 -0.013
Si 27.484 20.507 25.89 0.015 0.005 0.004
Si 40.877 16.893 26.735 0.035 -0.013 0.002
Si 40.764 20.968 28.303 -0.038 -0.026 0.156
Si 32.919 16.439 29.133 -0.045 0.01 -0.061
Si 37.374 16.268 30.544 -0.011 0.08 0.065
Si 30.744 8.749 29.092 0.046 0.019 0.064
Si 39.359 12.396 28.011 -0.066 -0.126 0.006
Si 40.435 7.692 28.261 -0.061 0.003 0.232
Si 35.739 5.116 23.685 -0.091 0.033 -0.085
Si 31.795 6.26 24.48 -0.025 -0.07 -0.065
Si 35.436 8.9 26.537 0.023 -0.024 -0.06
Si 38.26 13.349 23.872 0.125 0.094 -0.083
Si 27.024 19.791 28.862 -0.033 0.032 0.032
Si 31.082 17.161 24.361 -0.066 0.007 -0.182
Si 28.768 12.072 31.543 0.04 -0.093 0.167
Si 29.684 11.467 28.753 -0.106 -0.099 -0.069
Si 41.663 13.916 26.768 -0.006 0.051 -0.08
Si 30.063 20.036 24.555 -0.132 0.053 -0.171
Si 32.414 12.474 24.661 -0.073 -0.044 -0.202
Si 30.803 22.516 30.537 -0.042 0.083 0.132
Si 40.397 9.388 24.445 0.101 -0.108 -0.083
Si 38.293 8.352 30.44 0.044 0.025 0.057
Si 26.545 9.818 31.589 0.022 -0.024 0.127
Si 42.154 21.806 30.66 -0.085 -0.026 0.062
Si 33.133 7.85 30.499 -0.08 0.112 0.009
Si 28.346 13.711 27.268 0.084 -0.038 0.013
Si 29.478 19.83 30.456 0.02 -0.003 0.264
Si 31.947 14.872 31.293 -0.01 0.034 0.055
Si 33.58 9.758 24.445 -0.095 0.036 -0.027
Si 38.23 13.467 30.588 0.066 0.071 0.003
Si 35.152 15.924 26.89 -0.173 -0.012 0.017
Si 26.075 11.38 24.573 0.028 -0.089 -0.081
Si 40.108 17.733 31.211 0.023 -0.004 0.105
Si 32.467 19.144 30.514 -0.079 -0.052 0.052
Si 28.732 15.436 24.74 -0.124 -0.037 -0.075
Si 43.065 8.148 29.242 0.06 -0.188 -0.007
Si 42.152 18.483 28.874 -0.035 -0.004 0.047
Si 30.67 14.889 28.72 -0.054 0.019 0.059
Si 38.553 9.554 26.704 0.029 0.169 -0.032
Si 34.439 6.045 26.225 -0.06 -0.009 -0.059
Si 28.273 9.258 24.665 -0.007 -0.083 -0.133
Si 34.971 11.434 27.896 0.047 0.061 0
Si 38.761 19.006 26.928 0.053 -0.065 -0.198
Si 38.053 19.277 23.786 0.053 -0.081 0.028
Si 36.263 18.191 28.298 0.026 -0.059 0.065
Si 33.493 15.317 24.492 -0.095 -0.008 -0.132
Si 36.891 13.467 26.612 -0.117 -0.055 -0.144
Si 26.29 6.94 24.825 0.009 -0.032 -0.068
Si 34.027 14.956 5.308 0.007 -0.005 0.008
Si 36.737 1.373 5.307 0.004 0.006 0.005
Si 34.039 4.081 5.291 -0.012 -0.007 0.01
Si 36.767 6.8 5.242 0.003 0.001 0.001
Si 34.062 9.501 5.259 0 -0.009 -0.003
Si 36.762 12.219 5.278 0.001 0.008 0.003
Si 39.471 14.945 5.327 -0.01 0.008 0.016
Si 42.212 1.379 5.328 -0.002 -0.002 0.006
Si 39.472 4.1 5.304 -0.006 0.007 0.007
Si 42.231 6.801 5.337 -0.001 -0.005 0.007
Si 39.489 9.514 5.287 0.008 0.002 0.006
Si 25.868 12.225 5.399 0.004 -0.008 0.004
Si 28.589 14.945 5.361 -0.001 0.004 0.007
Si 31.316 1.323 5.345 -0.01 -0.006 0.013
Si 28.562 4.095 5.415 -0.005 0.001 0.013
Si 31.33 6.791 5.32 -0.005 -0.022 0.008
Si 28.602 9.528 5.358 0 0.009 0.012
Si 31.34 12.222 5.312 0.016 -0.01 0.008
Si 35.386 16.322 6.668 -0.002 0.002 0
Si 38.115 2.728 6.661 -0.004 0 -0.002
Si 35.413 5.444 6.637 0.001 0.001 -0.009
Si 38.117 8.153 6.637 0 0.001 -0.001
Si 35.406 10.86 6.645 0.002 -0.001 0.001
Si 38.103 13.583 6.665 0.004 -0.001 0
Si 40.842 16.322 6.67 -0.003 -0.002 -0.002
Si 43.56 2.734 6.707 -0.005 0.012 -0.003
Si 40.839 5.451 6.676 -0.001 -0.005 0.001
Si 27.22 8.173 6.723 0.001 0.007 -0.002
Si 24.484 10.868 6.749 0.004 0.007 0.002
Si 27.233 13.591 6.743 -0.004 0.004 -0.001
Si 29.949 16.304 6.72 0.006 0.002 0.001
Si 32.678 2.719 6.671 0 0.003 -0.001
Si 29.962 5.454 6.717 0.001 0.004 0.005
Si 32.694 8.164 6.657 0 0.006 -0.006
Si 29.968 10.887 6.703 -0.001 0.003 -0.002
Si 32.682 13.59 6.68 -0.004 0.003 0.001
Si 34.034 17.681 8.038 0.001 -0.002 -0.006
Si 36.759 4.089 8.021 0.011 0.004 -0.003
Si 34.048 6.795 8.015 -0.003 -0.002 -0.005
Si 36.763 9.51 8.014 0.003 0.001 -0.004
Si 34.05 12.223 8.023 -0.004 0.001 -0.001
Si 36.748 14.952 8.022 -0.001 -0.01 -0.001
Si 39.473 17.68 8.024 -0.011 -0.005 -0.001
Si 42.19 4.091 8.051 -0.009 -0.016 0.002
Si 39.474 6.811 8.026 0.005 0.001 0.002
Si 25.854 9.511 8.104 -0.007 -0.007 -0.002
Si 39.479 12.235 8.023 -0.001 0.006 -0.007
Si 25.869 14.943 8.123 0.008 0.014 -0.006
Si 28.593 17.667 8.093 0.003 0.003 0.002
Si 31.318 4.07 8.052 -0.008 -0.001 -0.001
Si 28.587 6.804 8.075 0.006 -0.001 -0.002
Si 31.331 9.511 8.041 0.006 0.004 0
Si 28.599 12.225 8.085 -0.007 -0.005 -0.001
Si 31.317 14.937 8.06 -0.014 -0.013 -0.005
Si 32.677 16.316 9.404 -0.005 0.006 -0.001
Si 35.399 2.725 9.387 0.001 0.004 -0.004
Si 32.686 5.441 9.392 0 -0.008 -0.005
Si 35.401 8.156 9.383 0 -0.002 0
Si 32.688 10.873 9.399 -0.003 0.003 0.001
Si 35.398 13.59 9.389 0.003 0.005 0
Si 38.113 16.314 9.38 0.001 -0.001 0
Si 40.829 2.721 9.394 0.001 0.003 -0.002
Si 38.115 5.446 9.387 -0.002 -0.005 -0.002
Si 24.496 8.15 9.476 0.008 0.001 -0.005
Si 38.118 10.875 9.381 0.006 -0.002 0.001
Si 24.499 13.581 9.481 0 -0.001 -0.004
Si 27.235 16.308 9.465 0.003 -0.007 0.002
Si 29.96 2.717 9.431 0.003 -0.006 0.003
Si 27.228 5.434 9.444 0.004 0.001 -0.003
Si 29.963 8.16 9.418 -0.009 0.007 -0.004
Si 27.23 10.869 9.45 0 0.006 -0.001
Si 29.961 13.588 9.436 0.004 0.009 0.002
Si 34.041 14.951 10.755 -0.003 -0.009 0.001
Si 36.757 17.676 10.74 0.003 0 0.001
Si 34.04 4.081 10.754 -0.004 0.002 0.001
Si 36.754 6.801 10.751 0.004 0.002 0.003
Si 34.045 9.512 10.757 -0.003 0.002 0
Si 36.761 12.234 10.749 0 0.001 0.001
Si 39.474 14.957 10.745 0.007 0.007 0.001
Si 42.189 17.688 10.762 -0.005 -0.001 -0.002
Si 39.473 4.085 10.748 0 0 0.002
Si 25.868 6.782 10.821 -0.01 -0.001 0.002
Si 23.136 9.497 10.853 -0.01 -0.002 0
Si 25.872 12.218 10.828 -0.002 -0.001 0.002
Si 28.604 14.942 10.809 0.003 -0.003 0.003
Si 31.322 17.671 10.779 -0.009 0.004 0.001
Si 28.596 4.07 10.799 0.002 -0.006 0.003
Si 31.322 6.789 10.769 -0.002 -0.001 -0.002
Si 28.603 9.506 10.796 -0.001 -0.003 0.002
Si 31.328 12.222 10.777 -0.006 -0.003 0.001
Si 35.401 16.317 12.11 -0.003 0.001 0.001
Si 38.117 2.715 12.098 -0.001 0.002 0.004
Si 35.393 5.444 12.115 0 -0.006 0.005
Si 38.113 8.164 12.108 0.001 0.001 0.003
Si 35.406 10.875 12.116 0.002 0.002 0.003
Si 38.117 13.598 12.112 0.002 -0.005 0.003
Si 40.832 16.317 12.11 0.001 0 0.002
Si 43.535 2.732 12.137 -0.004 -0.005 0.001
Si 40.826 5.449 12.114 0.008 -0.003 0.002
Si 27.25 8.138 12.164 0.008 0.002 -0.004
Si 24.517 10.852 12.197 0.003 0 -0.001
Si 27.25 13.576 12.175 0.002 0.007 0.001
Si 29.969 16.311 12.152 0.004 -0.002 0.002
Si 32.686 2.721 12.125 0.003 -0.003 -0.003
Si 29.97 5.428 12.149 -0.003 0.002 0.002
Si 32.68 8.157 12.123 -0.001 -0.001 -0.001
Si 29.968 10.868 12.149 0.001 0.008 -0.002
Si 32.691 13.589 12.125 -0.012 0.002 -0.001
Si 34.045 17.676 13.475 -0.011 0.01 0.002
Si 36.759 4.073 13.452 0.005 -0.004 0.003
Si 34.035 6.803 13.486 -0.012 0.009 0.004
Si 36.763 9.517 13.479 0.003 -0.004 0.002
Si 34.053 12.233 13.484 0.006 -0.005 0.005
Si 36.759 14.96 13.474 -0.007 0.007 0.005
Si 39.474 17.675 13.461 0.014 -0.003 0.003
Si 42.176 4.099 13.487 -0.016 0.012 0.008
Si 39.471 6.811 13.469 -0.002 -0.001 0.002
Si 25.898 9.487 13.54 -0.002 -0.006 0.005
Si 39.469 12.243 13.485 0.001 0.008 0.011
Si 42.182 14.963 13.485 0.007 -0.001 0.002
Si 28.616 17.666 13.528 0.002 -0.003 0.01
Si 31.337 4.07 13.509 0.002 -0.01 0.003
Si 28.613 6.779 13.525 -0.005 -0.001 0.01
Si 31.329 9.51 13.503 -0.012 0.004 0.004
Si 28.614 12.212 13.533 0.004 0 0.01
Si 31.334 14.941 13.493 0.002 -0.002 0.007
Si 32.695 16.308 14.838 0.002 -0.002 0.003
Si 35.412 19.038 14.822 0.003 -0.002 0
Si 32.688 5.447 14.867 0.004 0.009 -0.001
Si 35.4 8.162 14.839 -0.001 0 -0.001
Si 32.7 10.873 14.852 -0.004 0.004 0.003
Si 35.407 13.599 14.844 -0.002 0.006 0.005
Si 38.124 16.319 14.83 0.003 0.001 0
Si 40.82 19.04 14.824 0.003 -0.007 -0.003
Si 38.112 5.435 14.806 -0.009 -0.005 0
Si 40.822 8.171 14.841 -0.006 -0.004 0.005
Si 38.114 10.878 14.847 0.001 -0.007 0.003
Si 40.828 13.603 14.847 0.004 -0.002 0.002
Si 27.275 16.294 14.902 -0.001 0 0.002
Si 29.992 19.023 14.883 -0.001 0.01 0.005
Si 27.258 5.408 14.891 0.002 -0.005 -0.001
Si 29.975 8.151 14.876 0.004 0.001 0.003
Si 27.269 10.834 14.905 -0.006 -0.005 -0.001
Si 29.988 13.583 14.87 0.008 0.004 -0.006
Si 50.956 14.713 0.03 -0.233 -0.051 0.742
Si 53.435 1.115 0.178 -0.058 0.108 0.693
Si 50.003 4.38 0.07 0.12 -0.003 0.766
Si 53.334 6.4 0.001 -0.08 0.266 0.722
Si 52.374 16.741 33.523 0.134 -0.154 0.728
Si 55.188 19.371 33.505 0.108 -0.219 0.689
Si 55.607 15.2 0.175 0.135 -0.019 0.696
Si 58.692 1.259 0.186 -0.201 0.222 0.726
Si 55.704 4.32 0.144 0.139 -0.197 0.79
Si 58.295 7.008 0.286 0.215 -0.102 0.807
Si 56.204 9.29 0.246 -0.281 0.006 0.776
Si 44.551 18.84 33.532 -0.12 0.2 0.741
Si 46.66 22.104 33.545 0.197 -0.097 0.717
Si 47.394 1.652 0.032 0.08 -0.187 0.779
Si 45.313 3.939 0.136 -0.205 0.005 0.726
Si 49.969 13.67 33.395 -0.199 0.169 0.665
Si 46.925 16.768 33.543 0.072 -0.223 0.751
Si 50.071 18.895 33.46 -0.098 0.278 0.754
Si 51.88 16.286 1.48 -0.004 -0.002 -0.059
Si 54.547 2.725 1.437 -0.001 0.019 -0.049
Si 51.715 5.392 1.36 -0.017 0.011 -0.052
Si 54.437 8.12 1.278 0.004 -0.03 -0.054
Si 51.861 10.943 1.297 0.003 0.004 -0.057
Si 54.537 13.579 1.444 -0.008 0.005 -0.049
Si 57.159 16.364 1.468 0.015 0.01 -0.026
Si 43.658 2.742 1.312 0.004 0.004 -0.045
Si 57.13 5.481 1.58 -0.019 -0.004 -0.059
Si 43.643 8.195 1.179 -0.012 0.005 -0.039
Si 57.34 10.799 1.592 -0.015 0 -0.059
Si 43.531 13.572 1.309 -0.006 -0.025 -0.041
Si 46.272 16.304 1.24 -0.003 0.01 -0.072
Si 48.968 2.754 1.384 -0.008 -0.022 -0.06
Si 46.452 5.543 1.345 0.019 -0.001 -0.034
Si 49.108 8.216 1.234 0.005 -0.004 -0.042
Si 46.407 10.955 1.32 -0.004 0.011 -0.034
Si 49.155 13.622 1.153 0.012 0.018 -0.079
Si 50.396 1.365 2.669 0.001 0.011 0.01
Si 53.071 4.036 2.735 0.017 0.004 0.028
Si 50.42 6.855 2.67 -0.007 -0.004 0.011
Si 53.135 9.517 2.658 -0.001 -0.008 0.001
Si 50.44 12.279 2.643 0.01 0.02 0.025
Si 53.185 14.922 2.851 0.005 -0.01 0.031
Si 55.851 1.393 2.854 -0.002 0 0.027
Si 58.5 4.114 2.875 -0.01 -0.004 0.003
Si 55.721 6.84 2.826 0.001 0.023 0.039
Si 58.671 9.435 2.893 0.012 -0.04 0.048
Si 55.901 12.225 2.786 -0.002 -0.007 0.004
Si 42.189 14.896 2.71 0.02 -0.007 0.027
Si 44.965 1.342 2.682 0.015 -0.001 0.035
Si 47.699 4.142 2.773 -0.021 -0.013 0.041
Si 44.959 6.837 2.596 -0.008 0.01 0.003
Si 47.708 9.516 2.641 0.011 -0.003 0.007
Si 45.002 12.301 2.646 -0.027 -0.008 0.02
Si 47.727 14.96 2.531 -0.006 -0.02 0.013
Si 49.018 16.315 3.985 -0.018 -0.004 0.007
Si 51.724 2.696 4.09 0.011 -0.008 0.016
Si 49.078 5.496 4.075 0.017 -0.021 -0.003
Si 51.756 8.203 4.052 0 -0.012 0
Si 49.06 10.9 3.993 0.005 0.016 -0.021
Si 51.741 13.586 4.108 -0.022 0.01 -0.009
Si 54.494 16.33 4.181 -0.007 -0.013 0.003
Si 57.17 2.739 4.224 -0.011 -0.015 -0.003
Si 54.385 5.432 4.131 0.001 -0.003 -0.022
Si 57.165 8.143 4.176 0.004 -0.007 -0.028
Si 54.477 10.86 4.072 -0.011 0.009 0.003
Si 57.178 13.604 4.181 0.01 0.013 0.004
Si 43.578 16.302 4.012 -0.009 0.015 -0.015
Si 46.3 2.734 4.045 -0.011 0.009 -0.017
Si 43.602 5.466 3.961 -0.002 0 -0.002
Si 46.31 8.181 3.988 0.025 -0.009 -0.006
Si 43.618 10.89 3.962 -0.013 0.004 -0.02
Si 46.365 13.652 3.978 -0.001 0.018 0.003
Si 50.283 14.997 16.301 0.01 0.008 -0.005
Si 52.99 17.732 16.336 0.003 0.003 -0.004
Si 50.289 4.134 16.333 0.001 0.008 0
Si 53.009 6.838 16.374 0.001 0.013 0.001
Si 50.294 9.549 16.31 -0.001 0.014 -0.009
Si 53.014 12.26 16.344 0.001 0.007 -0.009
Si 55.735 14.968 16.383 0.004 0.009 -0.002
Si 42.181 17.687 16.185 -0.008 0.007 -0.011
Si 55.719 4.107 16.391 0.009 0.008 -0.006
Si 42.163 6.821 16.222 0.007 -0.003 -0.001
Si 55.713 9.54 16.379 0.001 -0.005 -0.002
Si 42.178 12.254 16.226 0.011 0.008 0.001
Si 44.873 14.99 16.269 0.002 0.01 -0.004
Si 47.557 17.7 16.277 0 0.004 -0.012
Si 44.875 4.111 16.235 0.013 0.001 -0.012
Si 47.602 6.835 16.271 0.003 0.006 -0.008
Si 44.881 9.575 16.246 0.004 0.02 -0.007
Si 47.541 12.272 16.272 -0.007 0.006 -0.016
Si 51.645 16.353 17.665 -0.012 -0.005 0.019
Si 54.329 19.09 17.721 -0.003 -0.003 -0.005
Si 51.64 5.494 17.731 -0.01 -0.001 0.005
Si 54.371 8.191 17.753 0.008 -0.004 0.024
Si 51.637 10.91 17.679 0.013 -0.011 0.019
Si 54.393 13.586 17.722 -0.002 -0.008 -0.014
Si 57.076 16.307 17.786 0.008 -0.021 0.03
Si 43.55 19.013 17.559 0.009 0.002 -0.009
Si 57.073 5.441 17.79 -0.002 0.007 0.017
Si 43.496 8.232 17.569 0.004 -0.011 -0.015
Si 57.048 10.876 17.785 0.014 0.007 -0.001
Si 43.516 13.615 17.606 -0.007 -0.011 0.016
Si 46.205 16.357 17.671 -0.01 0.001 -0.002
Si 48.893 19.077 17.625 -0.021 -0.019 0.014
Si 46.203 5.503 17.595 -0.002 -0.006 0.002
Si 48.946 8.184 17.664 -0.016 0.01 -0.011
Si 46.221 10.906 17.665 0.002 -0.001 0.018
Si 48.853 13.674 17.615 -0.015 -0.001 -0.01
Si 50.253 17.725 18.978 -0.011 0.001 -0.048
Si 53.01 4.159 19.106 0.023 -0.002 -0.002
Si 50.301 6.885 19.088 0.02 0.012 -0.002
Si 53.012 9.588 19.083 0.002 -0.006 -0.023
Si 50.182 12.288 18.913 0.003 -0.025 -0.025
Si 53.029 14.981 19.002 -0.008 0.026 -0.032
Si 55.658 17.705 19.069 -0.003 -0.016 -0.019
Si 42.181 4.03 18.868 -0.017 0.01 -0.028
Si 55.723 6.828 19.151 -0.014 0.023 -0.016
Si 42.16 9.555 18.98 0.024 0.002 -0.006
Si 55.704 12.239 19.169 -0.001 0.021 -0.002
Si 58.451 14.914 19.153 0.009 -0.006 -0.012
Si 44.845 17.712 19.04 0.003 0.013 -0.007
Si 47.512 4.124 18.959 -0.004 -0.025 -0.028
Si 44.855 6.91 18.92 0.02 0.01 -0.02
Si 47.574 9.51 19.025 -0.003 -0.01 -0.021
Si 44.87 12.29 19.02 -0.007 0.012 -0.027
Si 47.562 15.032 19.061 0.022 -0.018 -0.003
Si 48.901 16.429 20.412 0.006 0.022 0.099
Si 51.615 19.074 20.336 -0.015 -0.016 0.04
Si 48.883 5.478 20.306 0.005 -0.02 0.051
Si 51.682 8.24 20.475 0.008 -0.018 0.055
Si 48.939 10.902 20.339 0.011 0 0.057
Si 51.519 13.671 20.198 0.005 0.021 0.051
Si 54.357 16.307 20.438 0.004 -0.018 0.028
Si 56.999 19.031 20.461 0.006 0.018 0.055
Si 54.33 5.507 20.547 0.02 0.02 0.048
Si 57.076 8.147 20.599 0.01 0.004 0.074
Si 54.308 10.936 20.547 0.003 -0.003 0.053
Si 57.116 13.505 20.569 0.025 0.009 0.044
Si 43.472 16.32 20.356 -0.008 -0.001 0.07
Si 46.148 19.136 20.402 0.01 0.013 0.067
Si 43.492 5.48 20.142 -0.007 -0.021 0.053
Si 46.176 8.192 20.41 -0.007 0.007 0.045
Si 43.483 10.927 20.382 -0.001 0.019 0.064
Si 46.227 13.668 20.43 -0.024 -0.015 0.063
Si 50.528 15.245 21.621 -0.189 -0.023 -0.756
Si 52.723 17.487 21.649 0.178 0.129 -0.741
Si 50.076 20.288 21.615 0.185 0.096 -0.758
Si 53.227 7.141 21.892 -0.088 -0.179 -0.769
Si 50.551 9.871 21.714 -0.111 -0.107 -0.738
Si 52.6 12.207 21.606 0.234 -0.041 -0.649
Si 55.947 15.166 21.782 -0.121 -0.186 -0.719
Si 41.798 17.395 21.596 0.142 0.045 -0.748
Si 55.867 20.59 21.837 -0.19 -0.13 -0.737
Si 41.94 6.553 21.483 0.057 0.101 -0.735
Si 55.488 9.346 21.875 0.07 0.141 -0.671
Si 58.836 12.24 21.665 -0.301 -0.036 -0.649
Si 44.623 14.798 21.736 0.185 0.151 -0.703
Si 47.821 18.114 21.677 -0.113 -0.219 -0.787
Si 44.94 20.771 21.621 -0.025 -0.255 -0.698
Si 47.295 6.532 21.65 0.073 0.181 -0.726
Si 45.074 9.837 21.712 -0.181 -0.254 -0.737
Si 47.378 12.024 21.653 0.125 0.217 -0.711
Si 42.529 17.921 24.53 0.065 0.009 -0.145
Si 47.419 11.711 28.819 -0.029 -0.077 0.152
Si 52.007 20.488 28.961 -0.064 0.084 0.087
Si 52.663 10.762 30.72 0.059 0.022 -0.021
Si 52.909 6.404 30.67 -0.008 0.048 0.056
Si 50.375 21.648 26.729 -0.021 0.014 -0.036
Si 43.735 20.678 24.514 -0.029 0.128 -0.15
Si 57.077 16.187 26.171 0.095 -0.108 0.055
Si 56.724 20.468 28.597 0.048 0.028 -0.192
Si 49.239 16.708 28.469 -0.044 -0.054 0.118
Si 54.116 16.259 30.916 -0.009 0.034 -0.017
Si 44.896 8.943 24.682 0.043 0.069 -0.189
Si 55.364 12.164 28.216 0.036 -0.09 -0.033
Si 56.787 7.053 27.233 -0.013 -0.056 0.093
Si 51.764 5.307 23.962 0.042 -0.032 -0.127
Si 46.356 21.297 26.187 0.063 0.004 -0.054
Si 51.967 10.424 26.436 0.075 -0.031 0.002
Si 54.252 13.466 23.747 0.011 0.078 -0.117
Si 44.198 19.609 30.58 -0.006 0.003 0.089
Si 47.479 17.148 24.592 0.06 0.119 -0.009
Si 45.662 12.113 31.452 -0.032 0.111 -0.042
Si 45.871 11.333 26.436 0.116 -0.054 -0.06
Si 57.517 13.103 26.182 -0.101 0.023 -0.203
Si 48.463 19.148 26.769 -0.082 -0.071 0.016
Si 48.237 12.18 24.644 -0.032 -0.048 -0.172
Si 45.879 6.873 28.536 0.043 0.005 0.095
Si 55.992 11.01 24.394 0.134 0.014 -0.03
Si 54.87 8.658 30.798 0.016 0.031 0.144
Si 43.353 9.943 31.546 -0.042 -0.012 0.156
Si 58.543 21.657 30.844 0.098 0.02 0.035
Si 50.164 6.971 31.005 0.033 -0.037 0.059
Si 44.613 14 27.092 0.068 0.066 -0.037
Si 46.792 21.057 30.591 -0.037 0.044 0.11
Si 48.504 15.431 31.125 0.157 -0.067 0.039
Si 49.749 9.399 24.664 -0.009 0.051 -0.17
Si 54.205 13.379 30.589 0.017 -0.001 0.115
Si 51.55 15.715 26.605 -0.019 -0.008 0.08
Si 41.094 12.158 24.448 -0.001 0.073 -0.024
Si 56.737 17.525 31.475 -0.07 0.082 0.028
Si 49.595 20.395 30.842 0.066 0.012 0.12
Si 44.885 15.884 24.681 0.002 0.021 -0.185
Si 57.883 8.197 29.836 -0.095 -0.08 0.082
Si 58.103 17.792 28.544 0.101 0.019 0.091
Si 47.178 14.581 28.585 -0.014 0.097 0.057
Si 54.899 9.513 26.965 0.044 -0.021 -0.054
Si 48.8 7.546 28.416 0.002 -0.034 0.076
Si 47.635 7.276 24.586 -0.05 -0.031 -0.12
Si 50.173 10.317 28.857 -0.008 0.009 0.083
Si 54.217 18.603 28.854 0.032 0.039 0.097
Si 53.916 19.324 23.949 -0.015 0.027 -0.212
Si 54.319 17.253 26.213 -0.05 -0.01 -0.104
Si 49.513 14.807 24.483 0.057 -0.009 -0.067
Si 53.011 13.143 26.401 0.014 0.008 -0.107
Si 42.514 7.175 24.383 -0.089 -0.051 -0.15
Si 50.357 14.972 5.403 0.007 0.007 0.006
Si 53.073 1.357 5.477 0 -0.008 0.011
Si 50.391 4.099 5.433 -0.005 0.016 0.01
Si 53.054 6.822 5.461 -0.003 -0.001 0.012
Si 50.381 9.552 5.4 -0.003 -0.005 -0.002
Si 53.097 12.213 5.443 0.012 0.004 -0.005
Si 55.818 14.959 5.537 0.001 0.021 0.007
Si 58.49 1.348 5.568 0.018 0.008 0.005
Si 55.761 4.1 5.513 -0.001 0.007 0.004
Si 58.472 6.795 5.575 -0.012 0.01 0.003
Si 55.806 9.536 5.491 0.007 -0.008 0.005
Si 42.221 12.216 5.329 0.006 -0.008 0.009
Si 44.97 14.972 5.356 0.007 -0.001 0.001
Si 47.669 1.36 5.372 0.012 0.002 0.002
Si 44.924 4.101 5.361 -0.015 -0.011 0.006
Si 47.656 6.83 5.381 -0.015 -0.001 0.005
Si 44.954 9.538 5.347 -0.014 0.005 0.008
Si 47.681 12.257 5.349 -0.002 -0.003 0.002
Si 51.697 16.318 6.802 -0.003 0.005 0.007
Si 54.406 2.728 6.852 -0.003 -0.008 -0.006
Si 51.709 5.46 6.821 0.007 -0.007 -0.001
Si 54.425 8.17 6.826 -0.001 -0.008 -0.011
Si 51.723 10.882 6.801 -0.004 -0.003 -0.003
Si 54.418 13.59 6.833 0.003 0.001 0.001
Si 57.133 16.32 6.918 0 -0.016 0.002
Si 59.816 2.716 6.949 0.001 0.001 -0.004
Si 57.106 5.436 6.905 0.007 -0.009 0
Si 43.582 8.171 6.696 0 -0.008 0
Si 40.844 10.864 6.674 0.005 -0.002 -0.002
Si 43.579 13.599 6.683 -0.002 0.002 -0.006
Si 46.299 16.335 6.736 -0.01 0.01 -0.005
Si 49.007 2.728 6.756 0.002 -0.005 -0.002
Si 46.29 5.457 6.724 0.004 -0.004 0
Si 49.001 8.193 6.749 0.001 0.002 -0.001
Si 46.301 10.905 6.71 0.009 -0.004 -0.002
Si 49.002 13.609 6.755 -0.005 0.001 -0.009
Si 50.344 17.694 8.145 0.005 0.002 -0.008
Si 53.051 4.099 8.194 0.014 0.014 -0.004
Si 50.329 6.827 8.141 -0.006 -0.008 -0.006
Si 53.057 9.526 8.179 0 0.006 -0.003
Si 50.352 12.257 8.135 -0.001 0.009 -0.002
Si 53.047 14.961 8.174 -0.008 -0.005 -0.008
Si 55.749 17.69 8.231 -0.003 0.003 -0.006
Si 58.447 4.078 8.278 -0.009 -0.017 -0.002
Si 55.75 6.816 8.226 0.002 0.001 0
Si 42.201 9.519 8.047 -0.002 0 0.001
Si 55.76 12.25 8.221 -0.002 0 -0.007
Si 42.208 14.966 8.033 0.01 0.017 -0.004
Si 44.922 17.7 8.072 0.001 0.007 0.001
Si 47.633 4.093 8.098 -0.005 -0.001 0.001
Si 44.926 6.817 8.076 -0.005 0 0
Si 47.637 9.55 8.1 0.005 0.002 -0.003
Si 44.924 12.25 8.067 -0.002 0.002 -0.002
Si 47.638 14.97 8.108 0.003 -0.002 -0.005
Si 48.98 16.33 9.488 -0.002 0.003 0.001
Si 51.684 2.731 9.528 -0.003 0 -0.001
Si 48.971 5.456 9.483 0.003 0.002 -0.001
Si 51.682 8.174 9.52 0.002 -0.014 -0.007
Si 48.982 10.9 9.481 -0.002 0 -0.001
Si 51.685 13.61 9.527 0.002 0 0.001
Si 54.382 16.323 9.561 -0.002 0.002 0
Si 57.087 2.72 9.616 0.001 0.003 0.005
Si 54.392 5.452 9.57 0.001 -0.008 0.002
Si 40.834 8.164 9.399 0.002 0.003 -0.005
Si 54.391 10.888 9.56 0.004 0.001 0
Si 40.836 13.602 9.383 -0.007 -0.012 -0.007
Si 43.554 16.329 9.409 0.005 0.001 0
Si 46.266 2.737 9.45 -0.004 -0.006 0
Si 43.552 5.452 9.417 -0.003 0.002 -0.004
Si 46.273 8.18 9.447 0.001 -0.002 -0.002
Si 43.554 10.885 9.413 -0.007 -0.006 -0.004
Si 46.267 13.61 9.448 -0.004 0.006 0.001
Si 50.325 14.981 10.873 0.002 0.003 -0.001
Si 53.026 17.695 10.909 -0.002 0.004 -0.003
Si 50.32 4.103 10.863 0.006 0.001 -0.001
Si 53.021 6.818 10.899 0 0.003 -0.004
Si 50.323 9.543 10.864 0.004 0.008 -0.004
Si 53.029 12.256 10.905 -0.007 -0.002 -0.002
Si 55.737 14.972 10.934 0.006 0.005 -0.001
Si 58.447 17.68 10.967 0.007 -0.005 0
Si 55.73 4.093 10.951 0.004 0.005 0.003
Si 42.192 6.813 10.77 -0.009 -0.006 0.001
Si 39.474 9.526 10.754 0.003 0 0.004
Si 42.184 12.246 10.758 0.008 0.013 0
Si 44.902 14.978 10.788 -0.006 0.003 0.003
Si 47.612 17.698 10.825 0.001 0.002 0.002
Si 44.902 4.101 10.798 0.001 0.001 0.003
Si 47.613 6.823 10.832 -0.002 -0.005 0.002
Si 44.905 9.538 10.795 0 0.002 0.003
Si 47.617 12.261 10.828 0.003 0.001 -0.002
Si 51.665 16.338 12.26 -0.003 0.001 0.003
Si 54.368 2.731 12.294 0.001 -0.001 0.005
Si 51.667 5.456 12.245 0.001 0.004 0.002
Si 54.365 8.173 12.273 -0.007 -0.009 0.001
Si 51.664 10.896 12.25 -0.001 -0.005 0.002
Si 54.373 13.614 12.282 -0.002 -0.002 0.002
Si 57.08 16.326 12.314 0.004 0.001 0.007
Si 59.796 2.729 12.319 0.007 0.013 0
Si 57.08 5.448 12.318 -0.002 -0.006 0.009
Si 43.544 8.173 12.144 -0.003 -0.001 0
Si 40.827 10.887 12.121 -0.004 -0.005 0
Si 43.533 13.61 12.123 -0.004 -0.007 -0.003
Si 46.248 16.334 12.168 -0.003 -0.001 0.004
Si 48.955 2.739 12.202 -0.002 -0.002 -0.003
Si 46.249 5.461 12.178 -0.001 0.002 0.004
Si 48.961 8.181 12.211 0.005 -0.002 0.002
Si 46.251 10.899 12.173 0.001 0.004 0.001
Si 48.958 13.616 12.213 -0.003 0 0.001
Si 50.296 17.715 13.591 -0.007 0.01 0.006
Si 53.012 4.11 13.633 -0.006 0.003 0.002
Si 50.312 6.828 13.587 0.004 -0.002 0.004
Si 53.012 9.538 13.624 0.002 0.001 -0.002
Si 50.305 12.265 13.595 0.007 -0.002 0.001
Si 53.019 14.985 13.636 -0.006 0.003 0.006
Si 55.721 17.693 13.664 0.006 0.002 0.001
Si 58.43 4.077 13.676 0.015 -0.01 0.008
Si 55.705 6.817 13.649 -0.005 0.014 -0.003
Si 42.184 9.536 13.493 0.006 0.001 0.012
Si 55.723 12.254 13.649 0.001 -0.003 0
Si 58.438 14.969 13.675 0.01 -0.01 0.003
Si 44.886 17.699 13.512 0.001 0.004 0.01
Si 47.601 4.104 13.552 0.008 -0.006 0.004
Si 44.893 6.828 13.53 0.003 -0.006 0.011
Si 47.6 9.552 13.555 -0.004 0.006 0.007
Si 44.879 12.269 13.505 -0.011 0.019 -0.002
Si 47.591 14.981 13.553 0.006 0.003 0.009
Si 48.931 16.347 14.928 -0.007 -0.007 0.004
Si 51.636 19.08 14.971 -0.003 -0.006 0.004
Si 48.951 5.466 14.927 -0.001 -0.002 -0.002
Si 51.657 8.176 14.975 -0.004 -0.002 0.004
Si 48.938 10.911 14.945 0 -0.003 0.002
Si 51.654 13.618 14.975 0 -0.005 0.004
Si 54.367 16.337 15.023 0.005 0 0.003
Si 57.069 19.047 15.042 -0.008 -0.001 0.006
Si 54.36 5.463 15.019 0.006 -0.004 0.002
Si 57.054 8.168 15.013 0.002 -0.005 -0.005
Si 54.364 10.889 14.996 0.001 0 0.008
Si 57.076 13.602 15.022 0 0.004 0.007
Si 43.536 16.319 14.854 -0.005 -0.005 0.002
Si 46.23 19.061 14.889 -0.005 -0.004 -0.001
Si 43.521 5.46 14.865 -0.002 -0.007 0.002
Si 46.242 8.194 14.908 0.005 -0.001 0.001
Si 43.531 10.906 14.859 0.002 -0.005 -0.006
Si 46.211 13.626 14.893 -0.007 -0.017 0.001
O 4.443 14.139 25.122 -0.32 0.362 0.024
O 9.483 17.109 28.052 0.346 -0.416 0.126
O 62.535 5.547 22.162 0.13 -0.033 0.258
O 65.699 12.08 25.301 0.265 -0.168 -0.162
O 3.444 6.875 23.305 -0.042 -0.441 0.379
O 61.518 21.085 25.457 0.197 -0.13 0.173
O 66.181 8.1 32.311 0.229 -0.279 -0.242
O 64.803 16.886 24.781 0.296 0.336 0.255
O 2.712 16.364 22.236 0.019 -0.075 0.316
O 3.757 16.033 32.434 0.347 0.025 0.006
O 58.707 18.205 23.055 -0.186 0.427 0.189
O 4.609 17.93 23.174 0.284 -0.183 0.186
O 10.224 13.794 27.904 0.008 0.048 0.688
O 65.308 8.302 29.779 -0.665 -0.055 0.152
O 67.004 19.484 30.622 0.055 -0.018 0.167
O 6.686 18.84 32.314 0.133 0.053 -0.398
O 6.251 14.588 23.235 -0.174 0.043 0.333
O 63.363 14.31 28.2 -0.152 0.217 -0.766
O 57.522 14.675 25.759 0.41 0.013 -0.463
O 58.732 6.91 23.425 0.108 -0.142 0.077
O 58.499 10.732 32.342 -0.257 0.143 -0.245
O 66.821 10.435 26.97 -0.026 -0.106 0.257
O 5.837 8.716 32.456 -0.318 0.597 -0.026
O 10.011 15.086 33.014 0.199 -0.087 -0.258
O 61.722 14.814 23.16 0.806 -0.079 -0.047
O 8.76 21.348 32.353 0.232 -0.524 0.001
O 7.345 12.148 33.22 0.142 -0.194 -0.524
O 61.691 15.958 29.599 0.272 0.209 0.49
O 8.381 15.09 26.63 -0.283 0.025 -0.306
O 6.281 8.148 27.196 -0.223 -0.088 -0.16
O 64.608 6.302 28.053 0.366 -0.314 -0.276
O 7.427 6.956 33.417 0.162 0.116 -0.391
O 10.909 8.387 32.307 0.035 -0.403 -0.573
O 8.916 19.716 28.088 0.487 0.228 -0.368
O 10.777 10.575 25.139 0.109 0.099 0.546
O 3.211 21.554 29.673 0.138 0.092 -0.315
O 65.941 15.046 23.082 -0.45 -0.233 -0.071
O 9.35 12.783 25.71 -0.052 0.36 -0.14
O 64.319 14.253 24.892 -0.635 0.086 0.48
O 7.031 17.237 27.294 -0.178 -0.334 0.249
O 62.146 17.675 33.173 -0.008 -0.027 -0.261
O 60.751 11.093 30.942 -0.083 -0.327 -0.424
O 6.771 10.172 23.121 0.181 0.116 0.122
O 2.656 12.7 26.535 0.283 -0.162 -0.315
O 56.999 5.354 22.313 -0.161 0.189 0.275
O 65.396 13.829 32.641 -0.572 -0.398 -0.236
O 57.508 7.113 25.781 -0.244 -0.196 -0.315
O 1.615 20.665 23.256 -0.143 0.433 -0.005
O 63.962 7.662 22.794 -0.114 0.361 0.298
O 64.145 16.021 32.192 -0.203 -0.083 -0.194
O 5.087 13.178 27.401 -0.006 0.013 0.15
O 62.927 11.666 32.318 0.116 0.255 -0.493
O 64.892 20.983 30.596 0.381 0.322 -0.114
O 60.237 19.367 32.496 -0.715 0.176 -0.136
O 3.62 10.321 32.692 0.337 -0.307 0.097
O 66.688 7.955 27.592 0.36 -0.386 0.06
O 7.545 5.758 27.516 -0.35 -0.001 -0.292
O 58.5 6.933 30.633 0.249 0.074 0.058
O 9.279 11.755 23.289 -0.41 -0.055 0.104
O 3.869 9.246 27.433 -0.057 -0.185 0.275
O 62.79 7.162 25.519 0.144 -0.287 -0.53
O 4.218 19.266 29.973 0.23 0.44 0.132
O 61.85 6.179 27.634 -0.424 0.142 0.376
O 4.797 20.474 33.191 0.164 -0.11 -0.208
O 5.36 13.483 32.229 0.028 0.063 -0.23
O 62.894 6.205 30.005 -0.535 0.56 0.2
O 4.712 17.776 27.955 -0.536 -0.364 -0.351
O 66.687 15.275 25.546 0.316 -0.142 -0.173
O 64.525 18.552 29.869 -0.262 -0.334 0.063
O 9.579 9.443 30.273 0.335 0.302 -0.431
O 12.943 9.175 25.942 0.278 0.252 -0.321
O 65.137 19.018 22.236 0.127 0.121 0.287
O 67.315 17.784 33.317 0.161 -0.154 -0.523
O 3.795 14.436 30.384 -0.245 -0.031 -0.725
O 62.174 9.63 25.992 -0.27 -0.313 0.365
O 3.637 11.983 30.694 -0.546 -0.003 -0.256
O 2.466 7.55 30.329 0.169 0.01 -0.243
O 2.076 12.319 33.427 -0.017 0.121 -0.37
O 8.078 16.288 22.354 -0.002 -0.092 0.481
O 61.1 19.944 23.125 -0.217 -0.346 0.109
O 41.988 19.908 28.091 0.491 0.178 -0.325
O 15.879 9.946 24.41 -0.681 0.352 -0.107
O 42.711 5.605 24.789 -0.435 -0.069 0.368
O 58.845 9.162 24.746 -0.17 0.347 0.311
O 8.689 8.054 28.181 0.581 -0.021 -0.207
O 59.878 16.224 24.292 -0.085 -0.141 -0.117
O 63.209 20.411 28.399 -0.425 -0.055 0.077
O 46.298 11.995 29.97 -0.053 -0.093 -0.286
O 1.897 10.009 30.705 -0.484 0.301 -0.405
O 5.342 8.223 22.232 0.292 0.122 0.296
O 49.41 14.373 31.999 -0.014 -0.18 -0.219
O 55.412 10.047 25.535 0.08 -0.286 -0.137
O 38.984 10.884 27.541 -0.031 -0.096 0.098
O 18.058 20.918 22.952 -0.408 0.087 0.498
O 49.335 16.392 30.081 0.473 0.365 0.168
O 2.461 5.691 25.389 -0.103 -0.053 0.807
O 60.574 9.29 22.818 0.214 -0.322 0.11
O 8.818 17.443 25.485 -0.62 -0.039 -0.146
O 62.305 16.367 25.184 0.012 -0.154 0.462
O 63.903 22.192 32.557 0.304 0.2 -0.22
O 60.905 14.17 25.612 0.174 -0.073 -0.183
O 21.616 20.808 28.33 -0.145 0.177 -0.042
O 62.382 20.433 31.448 0.137 -0.178 0.307
O 5.913 17.238 30.385 -0.082 -0.357 -0.276
O 7.965 16.586 32.145 0.124 -0.249 -0.521
O 63.093 11.902 25.003 -0.221 -0.201 -0.185
O 10.844 13.534 22.252 0.092 -0.105 0.115
O 65.961 9.453 22.889 0.128 0.351 0.401
O 5.54 9.982 25.492 -0.263 -0.18 -0.223
O 64.518 12.468 22.936 0.33 0.244 -0.091
O 3.297 16.874 29.934 -0.189 0.276 -0.273
O 12.677 7.018 27.562 -0.553 -0.063 0.418
O 64.523 9.787 33.246 0.09 -0.103 -0.447
O 1.59 19.509 25.601 -0.432 -0.352 -0.295
O 4.54 9.555 30.379 0.17 0.158 -0.654
O 4.387 12.73 22.945 -0.312 0.059 0.293
O 8.885 6.978 30.601 0.156 0.181 0.357
O 60.695 14.086 28.236 -0.603 0.178 0.355
O 64.55 8.994 24.957 0.237 0.336 0.289
O 60.578 11.19 24.644 -0.032 0.605 0.026
O 3.902 20.133 24.375 0.188 0.352 0.067
O 5.641 18.603 25.536 0.302 -0.072 -0.088
O 52.95 12.347 30.464 -0.275 0.06 -0.433
O 66.164 7.088 23.942 -0.352 -0.588 -0.059
O 39.49 17.579 27.204 -0.299 -0.279 0.175
O 36.096 12.075 26.903 0.247 -0.191 -0.18
O 12.832 6.857 33.168 -0.004 -0.027 -0.473
O 10.817 18.673 29.676 0.266 -0.451 -0.082
O 63.176 17.315 22.829 -0.16 -0.483 -0.135
O 2.634 10.954 22.132 0.191 -0.058 0.556
O 7.668 21.072 29.908 -0.437 -0.231 0.416
O 21.342 14.013 24.929 0.121 0.458 -0.037
O 23.853 17.961 30.073 -0.027 0.005 -0.002
O 13.707 5.621 22.311 0.263 0.092 0.338
O 16.953 12.492 24.714 0.178 0.163 0.312
O 19.994 6.409 23.032 -0.237 0.213 0.514
O 19.152 10.84 22.115 -0.109 0.113 0.496
O 12.362 21.234 25.931 0.278 0.084 -0.082
O 17.333 8.236 32.316 0.244 0.066 -0.196
O 15.854 17.643 25.465 -0.32 0.501 -0.041
O 19.182 16.171 22.112 0.092 -0.017 0.507
O 19.379 21.185 25.16 0.574 0.111 0.352
O 9.838 18.109 23.165 0.405 0.607 -0.098
O 21.173 17.708 22.872 0.095 -0.169 0.415
O 26.777 13.787 27.667 -0.232 0.292 0.71
O 16.742 11.981 29.055 0.137 0.348 0.386
O 16.544 19.564 32.207 -0.349 -0.087 -0.412
O 23.009 18.839 32.373 0.102 0.314 -0.292
O 22.841 14.508 22.907 -0.284 0.146 0.229
O 14.71 14.433 30.221 -0.072 -0.552 0.094
O 8.128 10.53 25.29 0.085 -0.464 0.487
O 9.449 7.338 23.227 -0.147 0.7 0.113
O 8.785 9.996 32.675 -0.156 -0.411 -0.023
O 18.082 10.307 25.696 0.154 -0.341 -0.361
O 22.138 8.745 32.365 -0.263 0.259 0.062
O 26.548 15.113 33.107 0.091 -0.145 -0.283
O 11.953 14.297 25.899 -0.126 -0.488 0.026
O 25.232 21.318 32.224 0.074 -0.47 -0.137
O 23.82 12.213 33.332 -0.049 0.102 -0.417
O 14.724 16.145 28.211 -0.343 0.036 -0.606
O 24.799 14.836 26.207 -0.252 -0.021 -0.346
O 22.789 12.58 29.658 0.546 -0.036 0.279
O 15.99 7.692 30.069 -0.507 -0.027 0.204
O 23.759 6.931 33.209 -0.017 0.17 -0.262
O 27.335 8.602 32.287 -0.221 -0.113 -0.316
O 58.67 11.182 22.916 -0.232 0.004 0.034
O 23.135 12.217 24.182 0.537 0.196 -0.002
O 16.956 22.094 31.64 0.315 -0.16 0.06
O 35.061 7.375 26.904 0.306 -0.172 0.657
O 26.012 12.701 25.463 0.313 0.312 -0.118
O 17.595 14.224 22.887 0.277 -0.008 0.374
O 55.511 16.261 25.769 -0.109 -0.223 -0.478
O 12.877 17.83 33.165 0.105 -0.061 -0.401
O 11.041 10.936 32.079 -0.242 0.187 0.27
O 23.506 9.988 22.793 0.394 0.027 0.241
O 20.16 11.891 25.826 -0.166 -0.149 -0.385
O 8.027 5.381 22.309 0.008 -0.094 0.344
O 16.641 14.472 32.08 0.19 -0.006 -0.307
O 10.033 5.41 24.909 -0.155 -0.295 0.124
O 28.913 12.189 27.507 0.102 -0.282 -0.383
O 15.261 7.706 22.977 -0.354 0.387 0.277
O 29.43 17.684 33.055 0.092 0.034 -0.417
O 62.532 17.931 28.146 0.053 -0.187 -0.409
O 13.629 11.436 32.221 0.39 -0.131 -0.524
O 16.907 21.311 26.009 -0.252 -0.307 -0.246
O 11.157 19.526 32.191 -0.388 0.076 -0.022
O 20.047 10.635 32.507 0.141 -0.456 0.133
O 21.806 13.234 27.382 -0.14 0.329 0.222
O 18.984 11.192 28.013 0.145 0.475 0.155
O 23.739 5.777 27.471 -0.135 -0.183 -0.166
O 38.845 14.597 23.004 -0.211 0.379 0.037
O 25.796 11.731 23.023 -0.413 -0.187 0.112
O 24.369 16.878 27.761 -0.26 -0.42 0.315
O 20.417 9.424 26.757 -0.042 -0.394 0.087
O 12.139 9.188 23.365 0.015 -0.482 0.251
O 28.329 13.463 32.214 0.432 0.214 -0.492
O 31.622 12.021 26.005 -0.353 -0.606 -0.021
O 37.524 19.097 27.939 -0.039 0.631 0.204
O 21.153 20.564 33.157 0.074 -0.087 -0.479
O 22.08 13.524 32.105 -0.154 0.137 0.047
O 14.666 8.645 27.918 0.262 0.453 0.077
O 20.219 16.666 25.743 -0.23 -0.052 -0.498
O 15.097 13.596 27.746 0.309 0.128 -0.371
O 12.8 20.297 30.287 0.251 0.097 0.11
O 29.096 20.542 25.743 0.124 0.075 0.55
O 21.266 7.182 30.416 0.309 -0.295 -0.269
O 25.991 9.389 30.139 0.036 0.188 -0.562
O 16.405 19.008 22.246 0.155 0.101 0.247
O 18.304 17.798 33.063 0.015 -0.065 -0.658
O 15.407 20.7 30.09 0.468 0.03 -0.272
O 6.997 8.693 30.084 -0.227 0.193 0.024
O 14.281 11.296 28.764 0.45 -0.231 0.462
O 15.829 15.014 24.589 0.098 -0.025 0.201
O 51.639 16.352 22.103 0.104 0.038 0.343
O 10.764 19.215 25.36 0.151 -0.045 0.404
O 18.079 19.015 26.173 -0.037 -0.239 -0.253
O 20.34 12.325 30.507 -0.599 0.369 -0.028
O 18.613 7.306 30.267 0.022 0.226 -0.425
O 18.26 12.512 33.103 -0.045 0.032 -0.252
O 23.049 19.627 23.006 0.45 -0.183 0.235
O 44.525 9.437 23.188 -0.537 0.122 0.07
O 24.558 16.25 22.056 0.056 0.043 0.373
O 14.366 18.508 29.229 -0.426 -0.173 -0.001
O 11.897 20.475 23.425 -0.256 -0.248 -0.051
O 19.693 22.589 32.378 -0.427 0.294 -0.037
O 10.839 7.921 25.299 0.268 -0.138 0.467
O 49.659 20.209 26.548 0.368 -0.266 -0.125
O 21.222 14.767 30.118 -0.111 0.113 -0.624
O 22.734 8.129 26.953 -0.501 -0.341 0.004
O 11.166 16.614 24.906 0.132 0.041 0.191
O 12.71 14.473 28.441 -0.196 0.06 0.215
O 19.491 16.438 28.278 -0.271 -0.085 0.263
O 18.471 10.509 30.462 -0.204 -0.07 0.236
O 21.8 8.107 22.13 0.168 0.077 0.543
O 20.567 20.19 23.111 0.028 -0.091 -0.287
O 30.076 7.547 29.979 -0.686 0.086 -0.037
O 37.493 14.76 29.943 -0.083 0.024 -0.533
O 23.434 8.635 30.047 -0.143 0.337 -0.373
O 65.587 12.733 27.886 0.056 -0.265 0.162
O 45.783 19.81 30.385 0.297 -0.555 -0.382
O 13.682 10.964 22.258 0.046 0.048 0.235
O 25.142 17.306 25.263 -0.353 0.016 -0.331
O 14.85 17.053 23.152 -0.561 -0.315 0.044
O 14.59 21.316 32.483 -0.037 -0.094 -0.423
O 19.831 21.304 30.133 -0.032 -0.401 0.245
O 13.881 20.923 27.995 0.372 -0.142 0.049
O 10.317 21.148 30.307 0.118 0.191 -0.536
O 22.631 16.296 31.811 0.202 -0.414 0.23
O 25.027 17.074 32.226 0.434 0.249 -0.491
O 15.793 11.298 26.659 -0.134 -0.291 0.096
O 27.258 13.529 21.948 0.096 0.146 0.36
O 36.883 20.339 23.529 -0.15 -0.028 -0.057
O 22.296 9.906 25.114 -0.459 -0.182 -0.288
O 15.212 13.03 22.935 -0.227 0.229 0.172
O 20.045 15.944 32.25 -0.148 -0.453 -0.107
O 8.311 7.33 25.636 -0.468 0.237 -0.137
O 15.464 9.765 33.154 -0.125 -0.133 -0.509
O 62.593 10.823 22.086 0.081 0.041 0.235
O 21.065 9.799 30.248 0.168 0.169 -0.437
O 20.971 12.626 22.762 0.017 -0.092 0.174
O 25.381 6.888 30.46 0.155 0.104 -0.011
O 12.163 12.107 27.411 -0.243 -0.157 -0.384
O 38.362 19.093 25.357 0.173 -0.082 -0.12
O 48.845 8.164 25.193 0.076 -0.089 0.343
O 52.851 16.594 26.233 -0.009 0.018 -0.073
O 43.872 19.296 32.129 -0.651 0.142 -0.104
O 20.984 17.354 30.212 0.262 0.621 0.022
O 64.078 8.691 27.463 -0.126 0.472 0.245
O 17.103 9.435 28.485 0.038 -0.003 -0.203
O 17.759 16.317 26.366 -0.408 -0.401 -0.367
O 29.1 7.012 33.282 0.095 -0.016 -0.16
O 2.203 19.725 28.111 0.098 0.421 -0.299
O 13.683 16.222 25.377 -0.109 0.162 0.723
O 17.654 8.798 22.934 0.449 -0.213 0.138
O 23.756 21.194 29.953 -0.268 0.011 0.218
O 37.222 13.763 25.049 -0.241 0.304 0.081
O 40.953 18.325 29.967 -0.29 0.289 -0.225
O 30.044 5.538 21.892 0.075 0.23 0.119
O 32.885 13.954 25.098 -0.175 -0.094 0.211
O 36.221 6.47 22.946 -0.099 0.175 0.464
O 35.458 10.862 22.048 0.196 -0.177 0.514
O 26.979 19.128 25.237 -0.215 0.154 0.073
O 33.272 7.996 32.099 0.446 -0.229 0.063
O 33.132 17.839 29.867 0.529 -0.098 -0.05
O 35.591 16.391 22.099 -0.15 -0.077 0.408
O 39.594 20.291 27.434 -0.119 0.289 -0.266
O 26.342 17.953 23.003 0.098 0.282 -0.036
O 37.538 17.933 23.024 0.13 -0.326 0.313
O 43.068 14.259 27.486 -0.129 0.33 0.649
O 33.658 12.361 27.793 0.043 0.423 -0.11
O 32.941 19.406 32.038 0.022 0.246 -0.062
O 39.469 18.927 32.103 0.31 0.331 -0.16
O 57.867 17.357 25.378 -0.209 0.357 0.08
O 31.358 16.359 28.648 -0.349 0.618 -0.186
O 24.852 10.406 24.997 0.146 -0.237 0.405
O 26.066 7.1 23.227 -0.024 0.288 0.183
O 25.274 10.228 32.49 -0.396 -0.307 -0.233
O 34.977 9.17 25.009 0.188 -0.258 -0.564
O 38.541 8.537 32.028 -0.344 0.375 0.028
O 42.998 15.108 32.85 0.164 0.13 -0.274
O 28.858 15.03 23.187 0.187 -0.029 0.121
O 42.024 21.608 32.243 0.184 -0.198 -0.163
O 40.271 12.249 33.071 -0.121 0.069 -0.498
O 31.613 14.006 27.751 0.379 0.135 -0.28
O 40.795 15.283 26.656 -0.175 -0.032 0.167
O 40.86 12.786 27.591 0.332 -0.539 0.26
O 31.29 21.061 24.372 0.2 -0.258 0.003
O 40.252 6.934 33.105 -0.056 -0.075 -0.055
O 43.748 8.617 32.365 0.018 -0.089 -0.206
O 62.142 13.323 30.307 0.362 -0.056 -0.188
O 39.514 12.543 24.506 0.038 -0.228 0.14
O 35.446 21.545 29.597 0.22 -0.216 0.007
O 32.582 16.642 24.611 0.313 0.371 0.103
O 41.92 13.258 25.301 0.552 0.135 -0.155
O 55.432 7.988 27.205 -0.231 -0.151 -0.094
O 42.048 17.288 27.794 0.456 -0.264 -0.071
O 49.149 13.399 25.188 0.301 -0.103 0.384
O 27.508 11.085 31.54 0.045 0.338 -0.136
O 40.138 9.611 22.863 0.303 0.248 0.093
O 39.691 7.961 29.703 0.197 -0.091 0.162
O 24.535 5.293 22.185 -0.119 -0.121 0.455
O 32.538 13.711 32.222 -0.33 -0.339 -0.466
O 26.817 5.449 25.142 -0.255 -0.093 0.048
O 34.384 20.872 22.992 -0.098 0.311 0.213
O 31.066 8.445 27.53 0.223 -0.185 -0.076
O 51.613 21.453 27.743 0.205 0.423 0.044
O 38.323 13.409 27.325 0.169 0.266 0.211
O 30.014 11.455 32.353 0.222 -0.034 -0.016
O 30.709 7.124 25.3 -0.471 -0.381 0.335
O 28.618 19.776 31.854 -0.472 0.16 -0.023
O 35.944 10.351 31.954 -0.303 -0.612 -0.081
O 12.303 9.622 28.423 -0.706 -0.248 0.388
O 34.579 9.939 27.429 -0.332 -0.408 0.162
O 24.894 7.213 25.602 -0.282 0.276 -0.386
O 57.377 20.986 29.974 -0.333 -0.142 0.072
O 41.597 12.149 22.931 0.026 -0.362 -0.026
O 41.156 17.547 25.282 -0.416 0.096 -0.383
O 36.988 9.214 26.805 0.021 -0.166 0.371
O 28.524 8.963 23.085 -0.256 -0.548 -0.005
O 44.94 13.501 31.925 0.272 0.172 -0.304
O 33.184 6.383 25.279 0.03 0.284 -0.135
O 53.908 17.667 30.14 -0.312 0.321 0.015
O 37.512 20.574 32.87 0.26 -0.169 -0.288
O 38.876 14.045 31.954 0.004 0.592 -0.185
O 39.267 12.713 29.598 0.235 -0.065 0.25
O 32.213 9.018 29.809 0.198 0.636 -0.145
O 33.76 14.869 22.969 0.025 -0.452 0.18
O 49.667 8.895 28.276 0.392 0.022 -0.503
O 37.242 7.157 30.124 0.259 -0.307 -0.502
O 41.891 8.409 28.155 0.057 0.329 -0.389
O 32.703 19.028 22.109 -0.136 -0.053 0.609
O 34.755 17.791 32.951 -0.052 -0.217 -0.146
O 30.856 18.989 30.541 0.011 -0.654 -0.158
O 33.607 11.387 24.489 0.667 0.094 0.011
O 31.283 11.579 28.545 0.211 -0.238 0.16
O 30.756 18.628 24.931 0.326 0.112 0.332
O 27.401 8.034 25.259 0.13 -0.22 0.261
O 65.891 15.319 28.037 -0.251 0.273 0.023
O 39.362 19.862 23.032 0.345 0.011 0.369
O 37.213 12.299 31.016 0.035 -0.005 0.462
O 34.681 7.691 30.047 0.074 0.386 -0.49
O 34.588 12.317 33.017 0.002 0.139 -0.213
O 57.113 12.024 25.021 0.343 0.083 -0.276
O 29.166 12.301 30.017 0.071 0.7 -0.097
O 40.709 16.275 22.116 -0.052 0.134 0.514
O 31.354 16.039 32.249 0.046 0.121 -0.116
O 29.123 19.898 23.215 -0.431 -0.216 0.26
O 36.019 17.27 26.995 0.44 0.235 -0.414
O 29.64 9.455 25.501 0.045 0.32 0.15
O 50.98 5.794 25.294 -0.019 0.536 0.019
O 30.934 22.108 32.107 0.637 -0.231 0.018
O 39.386 8.292 27.225 -0.212 -0.428 -0.124
O 27.577 16.548 24.904 -0.286 -0.169 0.351
O 29.151 14.773 28.204 -0.28 0.236 0.066
O 36.02 14.634 27.295 0.111 -0.05 0.373
O 35.508 11.282 29.412 -0.415 -0.016 0.336
O 38.101 8.129 22.117 -0.163 0.179 0.613
O 28.487 19.288 29.312 0.213 -0.378 -0.389
O 28.516 14.168 25.716 -0.065 -0.375 -0.128
O 37.624 9.777 29.984 0.051 0.046 -0.359
O 31.601 12.543 23.263 0.107 0.256 0.04
O 6.314 19.931 23.31 0.08 0.257 0.445
O 30.024 10.857 22.132 -0.239 0.112 0.441
O 52.865 20.495 24.308 -0.179 0.023 0.625
O 30.857 17.191 22.751 -0.485 -0.26 -0.181
O 66.726 15.652 31.283 0.017 0.228 -0.061
O 33.159 15.36 30.329 0.657 -0.182 0.178
O 55.518 10.555 28.059 0.268 -0.191 0.471
O 26.387 20.822 29.933 0.25 -0.13 0.309
O 38.877 16.846 30.674 0.139 -0.043 -0.078
O 41.118 16.838 32.104 0.309 -0.015 -0.089
O 47.075 21.377 32.152 0.17 -0.358 -0.131
O 43.521 13.651 22.115 -0.094 0.047 0.491
O 32.294 9.226 25.277 -0.108 -0.035 0.007
O 40.881 5.432 22.063 -0.085 -0.211 0.315
O 61.805 6.993 33.385 -0.026 -0.245 -0.39
O 48.077 15.726 27.878 -0.012 -0.049 -0.59
O 46.268 8.112 24.659 -0.108 0.027 0.072
O 31.802 9.751 33.168 0.044 -0.044 -0.415
O 23.884 19.518 27.944 0.159 0.086 -0.657
O 8.287 18.269 30.191 0.125 0.204 0.043
O 37.405 12.41 22.888 0.159 -0.315 0.273
O 42.462 7.011 30.232 -0.112 0.147 0.201
O 41.112 7.946 24.733 -0.142 -0.444 0.439
O 56.524 21.8 27.642 -0.109 -0.191 -0.096
O 27.483 10.657 24.792 0.122 0.293 0.421
O 48.937 7.145 29.982 -0.507 -0.188 0.211
O 32.357 6.468 30.126 0.283 -0.39 -0.472
O 57.691 19.286 27.973 0.167 0.199 -0.471
O 47.448 5.879 25.382 0.283 -0.264 0.153
O 30.774 14.406 30.278 -0.687 -0.159 0.149
O 34.79 15.713 25.339 0.592 -0.106 -0.341
O 45.588 6.945 33.12 -0.15 -0.096 -0.288
O 43.469 20.994 30.203 0.182 0.37 -0.503
O 30.14 16.107 25.123 0.258 -0.194 0.563
O 33.513 9.288 22.899 -0.198 -0.241 0.045
O 1.909 17.368 27.078 0.549 -0.024 0.189
O 53.844 13.908 25.239 0.401 0.266 0.246
O 57.467 17.805 30.056 0.016 0.047 -0.049
O 46.116 5.485 22.107 -0.112 0.127 0.399
O 19.661 19.041 28.872 -0.529 0.004 -0.026
O 52.512 6.558 23.245 0.028 0.409 0.275
O 51.576 11.066 22.196 0.113 -0.128 0.601
O 45.181 20.862 25.19 0.049 -0.228 -0.148
O 50.124 8.01 32.218 0.08 0.211 -0.353
O 57.8 7.763 28.284 0.328 0.251 -0.388
O 53.863 14.889 30.065 -0.126 0 -0.565
O 53.099 16.197 32.172 -0.189 -0.399 -0.041
O 42.333 18.108 22.947 0.051 0.272 0.182
O 53.252 18.196 23.008 0.062 -0.234 0.174
O 58.984 12.749 26.709 0.121 -0.475 0.114
O 61.431 11.956 26.976 0.361 -0.207 0.701
O 49.405 19.329 32.034 -0.362 -0.162 -0.176
O 55.948 18.79 32.161 -0.03 0.33 -0.428
O 55.258 14.565 23.136 0.098 0.108 0.543
O 47.731 13.138 28.118 0.447 -0.074 -0.592
O 41.308 10.634 24.976 0.49 -0.238 0.624
O 42.678 7.242 22.766 0.146 0.408 -0.081
O 41.979 10.544 32.131 -0.097 -0.001 -0.52
O 53.272 9.608 26.977 -0.139 -0.413 0.366
O 54.856 8.751 32.409 -0.489 0.284 0.031
O 59.321 15.082 33.305 -0.045 0.006 -0.522
O 45.152 15.442 23.14 0.221 0.023 0.129
O 58.288 21.403 32.414 0.387 -0.48 -0.059
O 56.6 12.284 33.201 0.168 0.201 -0.214
O 38.95 9.592 25.139 -0.317 0.225 -0.237
O 11.859 13.395 32.19 0.263 0.166 -0.338
O 56.514 12.935 27.419 0.105 0.286 0.335
O 50.052 21.776 31.57 0.244 -0.036 0.395
O 56.563 6.911 33.196 -0.108 0.07 -0.276
O 60.29 8.848 32.318 0.158 -0.102 -0.459
O 57.406 16.563 27.726 -0.09 -0.404 0.378
O 54.886 11.992 23.772 -0.023 -0.322 -0.253
O 52.995 21.29 29.955 0.647 -0.129 -0.046
O 48.197 15.722 24.454 -0.285 -0.242 0.005
O 29.565 9.883 29.081 -0.581 -0.183 0.277
O 49.995 14.528 22.971 -0.33 -0.53 0.211
O 16.067 16.653 30.378 0.228 0.141 -0.074
O 45.762 17.827 33.095 -0.044 -0.053 -0.224
O 44.538 11 31.684 -0.139 -0.174 0.292
O 56.288 9.993 23.155 0.206 -0.265 0.109
O 52.381 11.816 25.705 0.037 0.036 -0.555
O 48.226 20.59 30.004 0.074 -0.326 -0.366
O 5.94 12.791 29.774 0.209 -0.133 0.186
O 49.387 6.409 27.424 -0.223 0.218 -0.138
O 50.688 21.001 22.936 -0.274 -0.021 0.28
O 47.998 7.006 23.035 0.366 -0.006 0.201
O 52.712 22.541 32.26 -0.037 0.494 0.037
O 55.405 12.684 29.744 0.581 -0.043 0.271
O 46.88 11.789 32.442 0.484 0.466 -0.039
O 45.636 5.83 27.341 -0.5 -0.292 -0.005
O 12.136 11.849 30.008 -0.416 0.169 -0.106
O 52.596 10.523 32.31 0.185 -0.605 -0.055
O 53.943 12.618 27.599 -0.421 -0.143 0.2
O 59.958 20.955 30.445 0.054 0.185 -0.451
O 44.88 14.578 25.611 0.176 -0.414 -0.261
O 44.532 7.756 28.681 0.03 0.227 -0.194
O 5.011 6.979 30.625 0.37 -0.198 -0.377
O 12.573 15.027 23.364 0.419 0.017 0.19
O 61.168 18.517 30.258 -0.053 -0.242 0.325
O 55.309 19.786 29.01 -0.075 -0.027 0.416
O 43.194 9.554 30.01 -0.077 0.331 -0.286
O 48.779 18.22 28.074 0.093 0.239 0.49
O 43.082 19.324 25.094 -0.282 -0.025 0.415
O 54.08 20.499 33.053 -0.015 0.193 -0.499
O 54.668 13.607 32.122 -0.373 0.23 -0.109
O 35.045 19.197 28.527 -0.229 -0.208 -0.066
O 47.206 7.747 28.164 -0.092 0.554 -0.139
O 27.089 20.556 27.446 0.031 0.237 -0.126
O 6.355 19.789 27.827 -0.542 0.17 0.26
O 54.345 18.593 25.312 0.188 0.155 0.365
O 54.227 7.248 30.321 0.331 -0.256 -0.435
O 51.168 9.442 25.433 0.371 -0.609 -0.191
O 48.974 19.193 22.107 -0.023 -0.048 0.543
O 51.201 17.783 33.053 0.086 0.141 -0.494
O 50.993 10.952 27.621 -0.18 0.599 -0.158
O 48.983 10.788 24.928 -0.193 -0.084 0.168
O 48.834 11.111 29.334 -0.054 -0.048 0.526
O 48.351 18.167 25.482 0.369 0.166 -0.095
O 21.601 17.829 27.624 0.553 0.319 0.03
O 48.386 9.726 33.092 0.033 0.011 -0.401
O 47.091 20.015 26.858 -0.378 -0.32 0.12
O 45.047 10.151 25.729 -0.484 0.143 0.372
O 51.556 7.168 30.193 -0.024 0.532 -0.469
O 51.048 12.479 33.035 -0.087 -0.051 -0.243
O 55.203 19.951 23.187 0.274 -0.141 0.374
O 3.168 22.247 32.244 -0.246 0.045 -0.056
O 57.031 16.303 22.258 0.024 0.09 0.252
O 47.69 16.32 32.185 -0.119 0.348 -0.101
O 44.032 20.453 22.934 -0.117 -0.178 -0.105
O 36.505 17.229 29.577 -0.271 0.08 0.192
O 43.69 7.982 25.135 -0.115 0.109 0.714
O 40.768 6.175 27.785 0.311 -0.066 -0.68
O 35.543 5.372 25.258 0.448 -0.051 0.193
O 40.81 21.224 29.932 -0.234 -0.005 0.413
O 43.488 16.659 24.808 -0.27 -0.087 0.412
O 16.603 17.971 28.052 0.355 0.213 0.301
O 50.678 16.389 27.793 0.407 0.028 0.155
O 51.249 10.296 30.073 -0.122 -0.17 0.267
O 54.362 8.238 22.377 0.158 -0.024 0.494
O 7.696 12.815 27.807 0.228 -0.26 0.281
O 47.407 14.67 30.196 -0.605 -0.425 0.188
O 56.404 8.671 30.305 0.046 0.156 -0.137
O 51.978 14.208 27.029 -0.33 -0.216 0.317
O 64.905 14.226 30.169 -0.338 -0.281 0.193
O 46.242 10.923 22.049 0.236 0.098 0.392
O 24.396 12.625 27.589 0.308 -0.312 0.242
O 47.191 17.694 23.105 -0.293 0.002 0.067
O 25.076 7.997 28.096 0.262 0.447 -0.232
O 33.898 16.127 27.897 0.051 0.014 -0.037
O 19.011 21.133 27.634 -0.115 0.417 0.123
O 35.761 22.438 32.024 -0.572 0.066 0.187
O 55.673 16.301 31.379 0.189 -0.471 0.037
O 57.903 17.063 32.464 0.114 0.389 -0.288
O 14.628 6.227 26.038 0.006 0.113 -0.55
O 59.801 13.457 22.17 -0.13 0.082 0.277
O 36.619 16.19 31.979 -0.129 -0.108 -0.249
O 31.965 6.886 22.993 0.347 0.151 -0.033
O 48.022 12.476 23.07 0.131 0.51 0.053
O 50.721 19.953 29.779 0.057 -0.603 -0.179
O 6.349 12.333 24.608 0.394 0.128 0.241
O 46.773 10.763 27.67 0.266 -0.788 0.122
O 54.745 17.627 27.712 0.265 -0.298 0.09
O 53.922 9.85 30.226 0.014 0.079 -0.489
O 52.967 13.277 22.795 -0.423 0.484 0.207
O 26.118 18.464 28.785 0.456 -0.643 -0.137
O 44.837 12.404 27.052 -0.393 -0.328 0.368
O 46.186 22.375 29.894 -0.133 0.286 0.24
O 60.18 18.741 25.188 -0.048 -0.048 0.403
O 59.727 17.504 28.453 -0.076 0.09 -0.547
O 65.011 18.822 27.341 -0.029 -0.013 -0.336
O 3.237 15.098 27.316 0.42 0.137 0.64
O 22.79 16.446 25.719 -0.027 -0.319 -0.216
O 16.754 7.485 25.066 0.656 -0.121 0.268
O 50.658 15.604 25.272 -0.019 0.17 -0.36
O 34.008 21.35 27.391 -0.462 -0.097 -0.068
O 58.916 9.412 30.109 0.239 0.283 -0.504
O 46.02 16.898 25.225 -0.049 0.247 0.658
O 49.961 9.209 23.075 0.044 -0.615 -0.031
O 62.841 18.896 24.89 0.272 0.38 0.449
O 65.219 19.106 32.421 -0.618 0.01 0.017
O 29.927 21.306 29.944 0.046 0.257 -0.541
O 16.632 6.992 27.628 0.507 -0.323 0.184
O 60.816 13.184 32.492 0.014 -0.065 -0.314
O 2.619 8.417 25.357 0.063 0.237 -0.294
O 21.702 18.811 25.159 0.198 0.275 0.337
O 52.809 19.226 28.39 -0.125 -0.325 -0.364
O 19.464 14.298 26.722 -0.285 -0.317 0.327
O 33.007 20.354 29.597 -0.429 0.364 -0.047
O 22.59 10.717 27.654 0.116 -0.007 0.477
O 60.139 6.992 25.681 0.154 0.213 0.017
O 46.799 12.1 25.359 -0.1 0.435 -0.332
O 45.616 14.699 28.166 -0.364 0.238 0.399
O 6.011 10.762 27.955 0.033 -0.061 0.167
O 14.514 15.949 32.359 0.016 -0.029 0.021
O 43.592 18.452 29.62 0.446 -0.634 -0.333

Results
total energy: -406631.999 eV
total energy less fixed offsets of O -438.35, Si -107.03 eV per atom: -19.199 eV
